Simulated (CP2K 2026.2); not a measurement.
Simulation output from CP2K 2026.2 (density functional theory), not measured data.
Periodic cell of 2016 atoms, Si1440O576, from a study of silicon, its oxide and their interface. The atomic structure is a simulated model.
Doubt: the forces sum to 2.45 eV/angstrom along one axis rather than to zero, so they err by at least 0.0012 eV/angstrom per atom on average; the grid cutoff is modest.

Settings: functional PBE; method Gaussian and plane waves; basis set DZVP-MOLOPT-SR-GTH; pseudopotentials GTH-PBE; grid cutoff 300 Ry, relative cutoff 40 Ry; k points Gamma only; occupations fixed; spin none; net charge 0.

Cell vectors (angstrom)
a	65.28	0	0
b	0	16.32	0
c	-0.3611	-0.5256	33.3543

Atoms and the computed forces on them: element, x, y, z (angstrom), force x, y, z (eV/angstrom)
Si	1.261	-1.209	0.112	0.158	-0.112	0.758
Si	4.256	1.078	0.071	-0.092	0.259	0.735
Si	1.253	4.316	0.396	-0.059	-0.13	0.727
Si	3.769	6.981	0.27	0.091	0.027	0.742
Si	1.696	-7.064	0.053	-0.153	0.158	0.698
Si	4.372	-4.315	-0.062	-0.157	0.154	0.761
Si	6.466	-1.118	0.089	0.255	-0.067	0.752
Si	9.311	1.723	0.112	0.039	-0.179	0.786
Si	7.075	3.901	-0.003	-0.239	0.087	0.756
Si	9.803	6.406	-0.079	-0.282	0.451	0.641
Si	6.532	9.718	0.06	0.081	-0.057	0.687
Si	9.659	-4.357	0.068	-0.026	0.181	0.661
Si	12.402	-1.495	-0.009	-0.288	0.15	0.682
Si	15.201	0.96	-0.138	-0.169	0.359	0.642
Si	12.247	4.343	0.184	0.188	-0.373	0.596
Si	15.34	6.347	0.048	-0.083	0.293	0.694
Si	11.97	-6.458	0.046	0.052	-0.172	0.658
Si	14.473	-3.785	0.237	0.222	0.024	0.833
Si	17.384	-1.28	0.218	0.177	0.014	0.637
Si	20.624	1.063	0.478	-0.205	0.239	0.666
Si	17.625	4.16	-0.028	0.101	-0.194	0.64
Si	21.014	6.416	0.004	-0.465	0.33	0.583
Si	18.006	-6.961	-0.263	0.163	-0.03	0.74
Si	20.664	12.202	0.054	-0.259	0.137	0.653
Si	22.932	-1.13	0.221	0.343	-0.377	0.582
Si	25.844	1.028	0.315	-0.081	0.315	0.658
Si	23.22	4.148	0.413	0.122	-0.298	0.683
Si	25.702	6.784	0.12	0.054	0.097	0.643
Si	23.016	10.085	0.032	0.065	-0.433	0.673
Si	25.93	12.019	0.227	-0.079	0.252	0.628
Si	28.179	-1.105	0.146	0.275	-0.262	0.704
Si	31.084	1.295	0.062	0.286	-0.187	0.689
Si	28.939	3.606	0.165	-0.219	0.2	0.792
Si	31.323	6.655	-0.007	-0.147	0.192	0.675
Si	28.184	9.848	0.234	0.114	-0.215	0.688
Si	31.241	11.993	0.358	-0.125	0.363	0.631
Si	34.184	-1.568	0.167	-0.209	0.085	0.749
Si	36.659	1.352	0.393	0.009	0.009	0.578
Si	34.445	3.423	-0.078	-0.153	0.23	0.766
Si	36.953	6.55	0.233	-0.126	0.014	0.725
Si	33.61	9.839	0.041	0.388	-0.366	0.626
Si	36.391	12.56	0.132	0.152	-0.138	0.782
Si	38.777	-0.826	-0.107	0.239	-0.172	0.773
Si	42.235	1.239	-0.139	-0.195	0.114	0.726
Si	39.194	4.371	0.001	0.165	-0.221	0.72
Si	-23.535	7.265	-0.196	0.275	-0.287	0.692
Si	39.452	9.46	0.017	-0.233	0.189	0.727
Si	-23.429	12.303	0.024	0.303	-0.105	0.647
Si	-20.796	-0.972	-0.036	0.047	-0.201	0.716
Si	-18.027	1.587	-0.234	0.338	-0.357	0.569
Si	-20.324	3.841	-0.095	-0.251	0.358	0.681
Si	-18.075	7.138	0.006	0.201	-0.214	0.747
Si	-20.301	9.357	0.064	-0.177	0.296	0.715
Si	-17.527	12.191	-0.047	-0.237	0.122	0.69
Si	-14.809	-1.46	0.08	-0.21	0.301	0.662
Si	-11.633	1.153	0.149	-0.287	0.085	0.711
Si	-14.888	3.758	-0.579	0.023	0.252	0.772
Si	-12.167	6.877	-0.128	-0.227	0.086	0.682
Si	-15.388	9.892	-0.032	0.211	-0.152	0.794
Si	-12.592	-3.739	0.061	0.311	-0.287	0.703
Si	-9.626	-1.236	0.237	0.185	-0.102	0.685
Si	-6.765	1.528	0.151	0.198	-0.24	0.713
Si	-9.012	3.712	0.033	-0.258	0.309	0.752
Si	-6.403	6.46	0.019	-0.253	0.263	0.754
Si	-9.381	-6.711	-0.187	-0.057	-0.193	0.714
Si	-6.48	-4.526	0.27	-0.051	0.203	0.753
Si	-3.605	-1.609	0.047	-0.285	0.051	0.715
Si	-0.99	0.984	-0.042	-0.166	0.265	0.719
Si	-4.013	4.407	0.041	0.116	-0.305	0.681
Si	-0.861	6.551	0.051	-0.274	0.209	0.747
Si	-4.272	-6.734	0.119	0.318	-0.149	0.659
Si	-1.385	-3.777	0.103	0.029	-0.259	0.675
Si	2.768	-0.045	1.458	-0.005	-0.003	-0.043
Si	5.433	2.75	1.265	0.01	-0.01	-0.044
Si	2.686	5.534	1.711	0.006	0.015	-0.022
Si	5.406	8.183	1.42	0.002	0.002	-0.063
Si	2.817	-5.441	1.311	0.01	0.004	-0.043
Si	5.415	-2.743	1.38	-0.012	-0.011	-0.051
Si	8.124	0.061	1.303	0.012	-0.015	-0.053
Si	10.968	2.759	1.389	-0.001	-0.005	-0.062
Si	8.195	5.446	1.341	0.01	-0.004	-0.055
Si	10.868	-8.187	1.197	0.007	0.004	-0.057
Si	8.136	-5.51	1.392	-0.005	-0.012	-0.029
Si	10.829	-2.706	1.288	-0.01	-0.014	-0.047
Si	13.603	0.002	1.322	0.012	0	-0.052
Si	16.334	2.62	1.221	0.003	-0.039	-0.047
Si	13.759	5.445	1.548	0.03	0.013	-0.004
Si	16.546	-8.267	1.158	-0.041	-0.005	-0.037
Si	13.455	-5.407	1.521	-0.008	-0.006	-0.034
Si	16.174	-2.757	1.493	-0.023	-0.022	-0.043
Si	18.969	-0.128	1.561	-0.034	-0.013	-0.029
Si	21.878	2.647	1.603	-0.001	0.041	-0.056
Si	19.198	5.395	1.226	0.005	0.011	-0.025
Si	21.928	8.233	1.202	0.007	0.034	-0.035
Si	19.038	10.929	1.2	0.016	-0.023	-0.073
Si	21.827	-2.745	1.508	0.028	0.019	-0.051
Si	24.448	-0.13	1.69	-0.007	-0.002	-0.051
Si	27.159	2.67	1.406	-0.007	-0.002	-0.092
Si	24.515	5.53	1.69	0.033	-0.018	-0.064
Si	27.148	8.112	1.431	-0.007	-0.027	-0.063
Si	24.47	10.912	1.646	-0.014	-0.02	-0.034
Si	27.154	-2.745	1.455	-0.018	0.015	-0.053
Si	29.841	-0.088	1.464	-0.001	0.022	-0.069
Si	32.714	2.53	1.288	-0.041	0.023	-0.021
Si	29.919	5.374	1.397	-0.011	0.014	-0.035
Si	32.646	8.08	1.308	-0.002	0.024	-0.042
Si	29.761	10.822	1.651	-0.041	-0.007	-0.009
Si	32.544	-2.699	1.446	0.032	-0.014	-0.068
Si	35.29	-0.072	1.606	0.007	-0.021	-0.048
Si	38.099	2.819	1.449	0.016	0.021	-0.031
Si	35.356	5.224	1.31	-0.061	0.008	-0.061
Si	38.023	8.221	1.423	0.024	0.015	-0.037
Si	35.278	10.892	1.348	-0.004	0.003	-0.053
Si	37.951	-2.548	1.361	0.054	0.009	-0.078
Si	40.613	0.079	1.149	0.021	-0.04	-0.046
Si	-21.885	2.75	1.257	-0.007	-0.012	-0.069
Si	-24.489	5.56	1.215	0.012	0.01	-0.056
Si	-21.917	8.21	1.276	-0.014	-0.007	-0.021
Si	-24.644	10.919	1.424	-0.027	-0.02	-0.046
Si	-21.885	-2.674	1.209	0.014	-0.027	-0.027
Si	-19.14	0.079	1.232	-0.005	0.005	-0.055
Si	-16.363	2.743	1.009	0.027	-0.04	-0.04
Si	-19.197	5.475	1.21	0.008	-0.005	-0.04
Si	-16.431	8.231	1.269	0	0.01	-0.068
Si	-19.109	10.992	1.255	0.001	0.011	-0.044
Si	-16.392	-2.625	1.346	0.014	-0.028	-0.064
Si	-13.515	0.125	1.237	0.02	0.013	-0.068
Si	-10.641	2.752	1.438	0.028	0.044	-0.009
Si	-13.662	5.37	0.938	-0.046	-0.009	-0.029
Si	-10.8	-8.084	1.192	0.025	0.028	-0.056
Si	-13.697	-5.404	1.27	-0.016	-0.018	-0.03
Si	-10.915	-2.759	1.417	0	-0.038	-0.033
Si	-7.989	-0.044	1.414	-0.002	-0.009	-0.056
Si	-5.187	2.759	1.333	-0.012	0.026	-0.061
Si	-8.021	5.396	1.322	-0.01	-0.005	-0.03
Si	-5.395	8.059	1.427	-0.034	-0.045	-0.029
Si	-8.127	-5.587	1.464	-0.032	0.009	-0.056
Si	-5.269	-2.786	1.312	-0.025	0.068	-0.108
Si	-2.543	-0.045	1.403	0.017	0.012	-0.067
Si	0.008	2.634	1.37	-0.009	-0.016	-0.041
Si	-2.541	5.538	1.404	0.022	-0.003	-0.057
Si	0.128	8.167	1.41	-0.003	0	-0.076
Si	-2.624	-5.454	1.272	0.02	-0.016	-0.103
Si	0.092	-2.68	1.5	0.001	0.024	-0.061
Si	1.41	1.356	2.765	-0.002	0.017	0.022
Si	4.151	4.072	2.756	0.01	-0.033	0.007
Si	1.335	6.888	2.964	-0.021	0.025	0.035
Si	4.099	9.557	2.789	-0.021	-0.002	0.035
Si	1.452	-4.118	2.719	0.013	-0.014	-0.001
Si	4.084	-1.428	2.794	0.01	0.011	0.021
Si	6.782	1.402	2.7	-0.015	0.029	0.022
Si	9.583	4.129	2.733	-0.008	-0.01	0.031
Si	6.825	6.803	2.688	-0.008	-0.004	0.012
Si	9.514	-6.895	2.683	0.044	-0.009	0.02
Si	6.834	-4.065	2.721	-0.005	0.005	0.013
Si	9.494	-1.327	2.644	-0.005	0.009	0.021
Si	12.278	1.351	2.708	-0.028	-0.009	0.019
Si	15.049	3.943	2.741	0.034	-0.051	0.028
Si	12.287	6.878	2.678	-0.042	0.032	-0.002
Si	15.053	-6.852	2.544	0.058	-0.014	-0.002
Si	12.118	-4.025	2.815	-0.012	0.034	0.041
Si	14.882	-1.335	2.807	-0.03	0.013	0.043
Si	17.629	1.349	2.763	-0.008	0.043	0.014
Si	20.437	4.076	2.764	-0.038	-0.007	0.039
Si	17.802	6.723	2.641	0.006	-0.014	0.014
Si	20.429	9.523	2.58	-0.009	0.003	0.013
Si	17.664	12.188	2.678	0.029	-0.007	0.018
Si	20.402	-1.442	2.858	0.019	-0.026	0.026
Si	23.149	1.294	2.987	0.01	0.015	0.035
Si	25.92	4.07	2.845	0.018	-0.023	0.033
Si	23.091	6.927	2.848	-0.016	0.05	0.018
Si	25.815	9.439	2.869	-0.007	-0.018	0.012
Si	23.128	12.269	2.94	0.015	0.036	0.028
Si	25.85	-1.471	2.936	0.008	-0.022	0.035
Si	28.51	1.319	2.816	0.017	0.005	0.049
Si	31.375	4.009	2.673	0.002	-0.04	0.022
Si	28.549	6.739	2.761	0.01	0.002	0
Si	31.253	9.39	2.777	0.045	-0.02	-0.016
Si	28.478	12.265	2.913	-0.016	0.01	0.041
Si	31.212	-1.392	2.839	0.017	0.016	0.008
Si	33.916	1.296	2.866	-0.01	0.009	0.023
Si	36.694	4.063	2.832	0	-0.006	0.027
Si	34.015	6.696	2.645	0.017	-0.012	0.01
Si	36.628	9.549	2.731	0.001	0.027	0.01
Si	33.935	12.225	2.776	0.017	0.022	0.045
Si	36.679	-1.375	2.913	0.002	-0.004	0.051
Si	39.451	1.407	2.713	0	-0.011	0.02
Si	-23.181	4.16	2.61	-0.038	-0.011	0.008
Si	-25.837	6.85	2.709	-0.001	-0.032	0.036
Si	-23.205	9.569	2.71	0.019	0.008	0.015
Si	-25.973	12.347	2.7	-0.042	0.001	0.023
Si	-23.291	-1.325	2.558	0.003	0.041	0.02
Si	-20.474	1.429	2.631	-0.023	-0.013	0.035
Si	-17.714	4.109	2.473	-0.016	0.006	0.03
Si	-20.549	6.808	2.619	0.016	0.009	0.017
Si	-17.781	9.59	2.654	0.007	0.002	0.039
Si	-20.484	12.336	2.603	-0.017	-0.011	0.016
Si	-17.79	-1.272	2.623	-0.01	-0.015	0.009
Si	-14.983	1.455	2.5	-0.015	0.01	0.015
Si	-12.247	4.138	2.492	-0.025	0.02	0.01
Si	-14.995	6.748	2.445	0.044	0.003	-0.004
Si	-12.244	-6.775	2.558	-0.009	-0.002	0.018
Si	-15.021	-4.033	2.682	0.004	0.004	0.042
Si	-12.268	-1.306	2.699	0.032	-0.005	0.023
Si	-9.355	1.338	2.79	0.006	-0.019	0.04
Si	-6.638	4.073	2.71	0.006	-0.016	0.039
Si	-9.469	6.813	2.574	0.012	0.012	-0.001
Si	-6.767	-6.923	2.795	0.031	0	0.02
Si	-9.518	12.183	2.702	0.008	0.029	0.039
Si	-6.654	-1.447	2.691	-0.007	-0.023	0.041
Si	-3.946	1.334	2.704	-0.016	-0.014	-0.002
Si	-1.319	4.036	2.741	0.004	0.01	0.015
Si	-3.953	6.815	2.778	-0.013	-0.009	0.027
Si	-1.296	-6.787	2.675	-0.01	-0.001	0.027
Si	-3.963	-4.127	2.724	0.036	-0.012	0.009
Si	-1.258	-1.349	2.854	-0.017	-0.014	0.037
Si	0.082	0.022	4.17	0	-0.001	0
Si	2.772	2.724	4.104	-0.019	-0.006	-0.01
Si	-0.009	5.411	4.16	-0.01	0.005	-0.021
Si	2.762	8.232	4.202	0.013	0.021	0.007
Si	0.058	-5.45	4.067	0.004	-0.012	-0.008
Si	2.744	-2.764	4.143	0	0.004	0.005
Si	5.462	0.002	4.074	0.006	0.005	-0.018
Si	8.188	2.744	4.054	0.019	-0.019	-0.026
Si	5.505	5.442	4.084	-0.003	0.017	0.01
Si	8.174	-8.195	4.083	0.014	0.005	0.017
Si	5.482	-5.411	4.109	-0.007	-0.011	-0.02
Si	8.184	-2.692	4.059	0.007	-0.01	0.001
Si	10.886	-0.011	4.034	0.01	-0.022	0.003
Si	13.63	2.675	4.105	0.026	0.004	-0.007
Si	10.939	5.497	4.06	0	-0.005	0.013
Si	13.679	-8.125	4.009	-0.019	0.005	0.01
Si	10.816	-5.478	4.084	-0.018	0.003	-0.007
Si	13.541	-2.712	4.142	0.001	-0.005	0.002
Si	16.286	0	4.137	0.006	-0.013	-0.003
Si	19.036	2.712	4.1	0.001	-0.018	-0.027
Si	16.412	5.377	4.029	-0.013	0.014	0.007
Si	19.094	8.148	4.008	0.006	0.019	-0.025
Si	16.325	10.815	4.018	-0.028	0.011	0.016
Si	19.012	-2.812	4.125	0	-0.011	0.008
Si	21.732	-0.064	4.24	-0.001	-0.013	0.008
Si	24.539	2.714	4.215	-0.003	0.007	-0.018
Si	21.747	5.472	4.131	-0.006	0.012	0.006
Si	24.467	8.158	4.26	0.019	-0.017	0.025
Si	21.718	10.828	4.115	0	-0.034	-0.019
Si	24.488	-2.76	4.311	-0.01	0.001	0.036
Si	27.205	-0.041	4.218	0.011	0	0
Si	29.957	2.694	4.091	-0.021	0.031	-0.037
Si	27.249	5.412	4.197	-0.005	0.032	0.037
Si	29.911	8.069	4.154	-0.014	-0.011	0.023
Si	27.153	10.841	4.215	-0.011	0.001	-0.014
Si	29.894	-2.742	4.228	-0.019	0.016	0.001
Si	32.565	-0.041	4.21	0	-0.014	0.014
Si	35.334	2.677	4.162	0.011	0.015	-0.012
Si	32.665	5.387	4.082	0.022	-0.015	-0.003
Si	35.324	8.108	4.056	-0.019	-0.035	0.005
Si	32.6	10.817	4.115	-0.008	0.013	-0.013
Si	35.303	-2.775	4.187	-0.035	0	-0.006
Si	38.088	0.048	4.127	0.002	-0.015	-0.017
Si	-24.485	2.778	4.041	0.005	0.033	0.015
Si	-27.204	5.479	4.098	0.011	0.008	-0.006
Si	-24.507	8.187	4.097	-0.001	-0.005	-0.002
Si	-27.283	10.924	4.072	0.016	0.015	0.007
Si	-24.551	-2.668	4.043	0.009	0.014	-0.006
Si	-21.862	0.023	3.944	0.01	-0.024	-0.03
Si	-19.059	2.779	3.935	-0.003	0.016	0.005
Si	-21.827	5.457	4.032	0.011	-0.004	0.021
Si	-19.143	8.183	3.964	-0.009	0.013	0.009
Si	-21.801	10.943	4.006	0	0.005	0.002
Si	-19.115	-2.661	3.993	0.005	-0.016	0.009
Si	-16.349	0.083	3.915	0.014	0.025	-0.011
Si	-13.616	2.785	3.896	0.017	0.008	-0.004
Si	-16.361	5.455	3.882	-0.019	-0.006	-0.004
Si	-13.624	-8.194	3.862	0	-0.01	-0.007
Si	-16.384	-5.411	4.015	0.008	0.017	0.013
Si	-13.641	-2.678	4.029	-0.007	0.004	0.016
Si	-10.853	0.017	4.046	-0.006	0	0.005
Si	-8.031	2.741	4.089	0.015	0.003	0.008
Si	-10.892	5.474	3.91	0.021	-0.033	0.016
Si	-8.172	8.085	4.084	-0.007	-0.023	0.027
Si	-10.921	10.858	4.02	-0.005	-0.013	0.003
Si	-8.12	-2.751	4.018	0.002	0.002	-0.006
Si	-5.355	-0.022	4.042	0.001	0.001	0.006
Si	-2.67	2.708	4.116	0.01	0.003	-0.01
Si	-5.346	5.443	4.096	-0.013	-0.002	-0.002
Si	-2.64	8.208	4.1	0.004	-0.003	-0.001
Si	-5.388	-5.468	4.057	-0.023	0.015	-0.021
Si	-2.66	-2.745	4.118	-0.006	0.015	-0.011
Si	1.381	-1.326	16.282	-0.006	0.002	-0.002
Si	4.083	1.409	16.304	0.006	0	0.01
Si	1.379	4.094	16.249	0.004	0.014	-0.005
Si	4.071	6.809	16.256	0.002	-0.011	-0.007
Si	1.341	-6.766	16.238	-0.008	0.007	-0.01
Si	4.06	-4.029	16.233	0.001	-0.006	-0.013
Si	6.851	-1.288	16.267	0.032	-0.002	-0.014
Si	9.498	1.395	16.293	-0.002	-0.008	-0.004
Si	6.797	4.078	16.263	0.009	-0.007	-0.014
Si	9.528	-9.516	16.321	-0.009	0.002	0.002
Si	6.833	-6.781	16.27	0.009	0.034	-0.025
Si	9.539	-4.072	16.305	-0.002	-0.014	-0.022
Si	12.203	-1.376	16.258	0	-0.017	-0.011
Si	14.924	1.349	16.313	-0.005	-0.013	-0.006
Si	12.236	4.068	16.386	0.007	-0.003	0
Si	14.92	-9.534	16.347	0.004	-0.006	0.005
Si	12.251	-6.801	16.308	-0.007	0.013	-0.015
Si	14.941	-4.111	16.305	-0.002	-0.015	-0.003
Si	17.618	-1.38	16.271	-0.001	0.013	-0.008
Si	20.382	1.365	16.283	0.005	0.013	0.004
Si	17.665	4.072	16.248	0.019	-0.001	-0.017
Si	20.368	6.783	16.329	0.02	-0.006	-0.005
Si	17.655	9.507	16.387	-0.002	0.003	0.008
Si	20.35	-4.136	16.336	-0.012	-0.007	-0.004
Si	23.102	-1.404	16.306	-0.002	-0.005	-0.003
Si	25.857	1.339	16.322	-0.003	0.011	-0.009
Si	23.099	4.08	16.318	0.009	0.001	-0.024
Si	25.832	6.781	16.393	0.015	-0.012	0
Si	23.088	9.497	16.348	-0.007	0.004	0.001
Si	25.828	-4.092	16.35	-0.001	-0.002	-0.007
Si	28.563	-1.361	16.39	-0.006	0.009	-0.005
Si	31.326	1.342	16.425	0.019	0	0.001
Si	28.574	4.071	16.372	0.009	-0.001	-0.005
Si	31.24	6.758	16.402	-0.005	0.001	-0.008
Si	28.558	9.489	16.417	-0.001	0.001	-0.001
Si	31.272	-4.132	16.421	-0.002	-0.016	0.003
Si	34.006	-1.391	16.413	0.007	-0.002	-0.003
Si	36.709	1.321	16.391	-0.015	0.006	-0.006
Si	33.983	4.024	16.45	-0.006	-0.016	0.002
Si	36.689	6.694	16.376	-0.022	-0.007	0.003
Si	33.967	9.463	16.389	0.005	0.004	-0.001
Si	36.718	-4.149	16.358	0.02	-0.017	-0.023
Si	39.416	-1.407	16.365	0.013	-0.004	-0.002
Si	-23.124	1.312	16.42	-0.021	-0.021	0.009
Si	-25.797	3.998	16.392	0	-0.004	0.003
Si	-23.09	6.743	16.376	-0.018	0.002	-0.002
Si	-25.8	9.478	16.342	-0.006	0.022	-0.011
Si	-23.089	-4.124	16.311	-0.005	-0.013	-0.02
Si	-20.374	-1.36	16.401	0.027	0.029	0.005
Si	-17.658	1.348	16.374	-0.021	-0.044	0.003
Si	-20.357	4.08	16.375	0.022	0.013	0.005
Si	-17.653	6.8	16.382	-0.012	-0.004	0.002
Si	-20.326	9.481	16.322	0.013	0.003	-0.01
Si	-17.699	-4.085	16.336	-0.029	-0.004	0.007
Si	-14.972	-1.328	16.269	0.006	0.013	-0.016
Si	-12.249	1.401	16.255	0.006	-0.026	-0.001
Si	-14.919	4.107	16.365	0.019	0.01	-0.006
Si	-12.257	-9.515	16.299	-0.015	-0.02	-0.003
Si	-14.967	-6.796	16.311	0.01	-0.017	0.006
Si	-12.275	-4.074	16.218	-0.009	-0.001	-0.007
Si	-9.511	-1.288	16.192	0.01	-0.001	-0.011
Si	-6.824	1.374	16.169	-0.015	0.007	-0.017
Si	-9.543	4.151	16.194	0.016	0.016	-0.017
Si	-6.777	6.872	16.233	0.004	0.007	-0.012
Si	-9.508	9.561	16.256	0.018	0.015	0.001
Si	-6.785	-4.078	16.211	-0.022	0.008	-0.002
Si	-4.059	-1.36	16.232	-0.012	0.036	0.001
Si	-1.315	1.389	16.22	0.007	0.001	-0.01
Si	-4.061	4.165	16.19	0.005	0.009	-0.006
Si	-1.373	6.85	16.233	0.015	0.003	-0.003
Si	-4.063	9.587	16.282	0.019	0.007	0.021
Si	-1.349	-4.031	16.313	-0.002	0.001	0.01
Si	2.707	0.055	17.649	-0.003	-0.003	0.013
Si	5.465	2.749	17.67	0.001	-0.008	0.018
Si	2.741	5.421	17.619	-0.005	0.009	0.012
Si	5.422	8.201	17.57	0.014	0.004	-0.003
Si	2.671	-5.374	17.574	-0.008	0.008	-0.014
Si	5.442	-2.642	17.521	-0.005	0.007	0.001
Si	8.158	0.082	17.696	-0.032	0.014	0
Si	10.842	2.69	17.711	-0.005	0	0.034
Si	8.13	5.427	17.623	-0.003	-0.011	0.004
Si	10.919	-8.166	17.668	-0.004	-0.003	-0.005
Si	8.202	-5.451	17.652	-0.003	0	-0.006
Si	10.89	-2.715	17.671	0.01	-0.032	0.016
Si	13.535	-0.043	17.621	0.034	0.026	0.001
Si	16.26	2.795	17.609	0.006	0.016	-0.015
Si	13.59	5.438	17.766	-0.014	0.003	-0.002
Si	16.291	-8.208	17.714	0.009	0.008	0.017
Si	13.575	-5.433	17.686	0.012	0.002	0.012
Si	16.317	-2.775	17.649	0.01	-0.016	-0.003
Si	18.948	0.036	17.568	-0.002	-0.024	-0.002
Si	21.767	2.697	17.652	-0.041	0.002	0.008
Si	19.062	5.334	17.638	0.002	-0.01	0.014
Si	21.707	8.147	17.701	-0.009	0.007	-0.012
Si	18.99	10.888	17.781	-0.006	0.03	0.025
Si	21.699	-2.744	17.64	0.027	0.004	-0.005
Si	24.534	-0.091	17.625	0.017	-0.001	-0.022
Si	27.171	2.742	17.684	-0.016	-0.014	0.009
Si	24.41	5.443	17.714	-0.006	-0.028	0.005
Si	27.212	8.109	17.772	-0.004	0.002	0.003
Si	24.431	10.892	17.681	-0.01	0.029	0.014
Si	27.191	-2.738	17.719	0.005	0.017	-0.005
Si	29.945	-0.005	17.748	-0.01	-0.016	0.008
Si	32.647	2.678	17.878	-0.008	0.005	0.008
Si	29.91	5.395	17.795	-0.015	0.01	0.01
Si	32.584	8.114	17.755	0.017	0.002	0.007
Si	29.899	10.847	17.811	0.002	0.001	0.008
Si	32.643	-2.766	17.761	0.005	0.016	0.01
Si	35.366	-0.031	17.785	0.008	0.019	0.013
Si	38.079	2.662	17.747	0.014	-0.005	-0.004
Si	35.311	5.386	17.828	0.008	0.007	0.022
Si	38.107	8.059	17.625	0.01	-0.001	-0.024
Si	35.333	10.833	17.717	-0.005	0.019	-0.008
Si	38.075	-2.809	17.72	0.006	-0.011	0.004
Si	40.749	-0.077	17.771	-0.015	0.002	0.007
Si	-21.733	2.721	17.722	-0.017	0.026	0.006
Si	-24.429	5.349	17.762	0.015	-0.009	0.003
Si	-21.648	8.086	17.672	0.022	-0.014	-0.013
Si	-24.409	10.832	17.696	-0.003	-0.007	0.012
Si	-21.766	-2.772	17.697	0.006	0.003	-0.017
Si	-19.005	0.003	17.8	0	-0.004	-0.033
Si	-16.253	2.701	17.714	0.011	0.017	-0.018
Si	-18.978	5.414	17.781	-0.002	-0.007	0.003
Si	-16.266	8.156	17.743	0.005	-0.006	0.02
Si	-19.013	10.838	17.74	-0.005	-0.009	0.01
Si	-16.343	-2.667	17.634	0.012	0.004	-0.003
Si	-13.615	0.045	17.624	-0.007	0.009	0.018
Si	-10.858	2.783	17.563	0.018	0.008	-0.018
Si	-13.562	5.472	17.771	-0.008	0.008	-0.004
Si	-10.878	-8.124	17.597	-0.002	0.004	0.002
Si	-13.621	-5.401	17.641	-0.002	0.029	-0.002
Si	-10.877	-2.68	17.471	0.001	0.006	-0.012
Si	-8.147	0.044	17.59	-0.001	0.006	0.008
Si	-5.476	2.796	17.433	-0.012	0.009	0.011
Si	-8.189	5.532	17.534	-0.012	0.003	-0.004
Si	-5.424	8.228	17.63	-0.036	-0.033	0.008
Si	-8.122	-5.403	17.615	-0.001	-0.015	0.02
Si	-5.423	-2.74	17.568	0.013	-0.04	-0.01
Si	-2.636	-0.016	17.54	0.007	-0.027	0.017
Si	0.002	2.765	17.607	-0.015	-0.01	0
Si	-2.714	5.5	17.602	0	-0.001	-0.016
Si	-0.018	-8.121	17.591	-0.005	-0.003	0.012
Si	-2.703	-5.385	17.688	-0.004	0.009	0.015
Si	0.038	-2.669	17.672	-0.015	-0.001	-0.003
Si	1.322	1.422	19.008	-0.005	-0.006	-0.018
Si	4.131	4.12	19.032	0.006	0.028	-0.011
Si	1.302	6.758	18.89	-0.015	-0.011	-0.035
Si	4.006	-6.766	18.863	0.018	-0.004	-0.013
Si	1.42	-4.016	19.038	-0.017	0.013	0.009
Si	4.178	-1.256	18.931	0.006	0.007	-0.024
Si	6.778	1.415	19.11	0.007	0.002	-0.016
Si	9.452	4.085	19.031	0.023	-0.005	-0.022
Si	6.749	6.822	18.91	0.005	-0.016	-0.02
Si	9.61	-6.799	19.03	0.012	0.034	-0.033
Si	6.739	-4.044	18.837	0.008	-0.026	-0.041
Si	9.56	-1.293	18.986	0.007	0.025	-0.013
Si	12.188	1.252	19.045	-0.051	-0.025	-0.058
Si	14.94	4.041	19.12	0.031	-0.004	-0.009
Si	12.227	-9.497	19.111	-0.006	0.005	0.001
Si	14.952	-6.768	19.043	0.011	-0.005	-0.022
Si	12.231	-4.066	19.078	-0.005	-0.012	-0.011
Si	14.888	-1.45	18.914	-0.037	-0.001	-0.02
Si	17.625	1.453	18.897	0.039	0.008	-0.016
Si	20.445	4.034	19.07	0.022	0.021	-0.027
Si	17.62	-9.731	18.963	-0.028	-0.001	-0.023
Si	20.345	9.464	19.094	0.008	0.008	0.005
Si	17.663	-3.994	19.162	0.01	0.023	-0.002
Si	20.274	-1.346	18.877	-0.03	-0.02	-0.037
Si	23.178	1.284	18.885	0.017	0.013	-0.035
Si	25.779	4.085	19.043	0.026	0.004	-0.017
Si	23.018	6.778	19.084	-0.02	-0.029	-0.016
Si	25.802	9.528	19.005	0.009	0.011	-0.03
Si	23.051	-4.061	19.042	0.04	-0.017	-0.015
Si	25.831	-1.411	19.093	-0.031	-0.011	-0.015
Si	28.557	1.417	19.021	0.039	0.009	-0.028
Si	31.238	4.062	19.228	0.01	-0.022	0
Si	28.543	6.719	19.19	-0.006	-0.014	0.004
Si	31.244	9.442	19.165	-0.016	-0.004	-0.002
Si	28.542	-4.042	19.123	0.025	-0.011	-0.023
Si	31.283	-1.4	19.122	-0.005	0.012	-0.034
Si	34.066	1.322	19.236	-0.002	0.008	0.001
Si	36.769	4.046	19.137	0.019	-0.014	-0.008
Si	33.837	6.724	19.168	-0.026	-0.014	-0.039
Si	36.685	9.352	18.931	-0.008	-0.025	-0.021
Si	33.994	-4.131	19.132	0.01	0.005	-0.053
Si	36.679	-1.488	19.087	-0.012	-0.027	-0.002
Si	39.336	1.246	19.151	-0.028	0.004	-0.032
Si	-23.041	4.024	19.18	-0.001	0.025	0.004
Si	39.44	6.735	19.028	-0.01	0.012	-0.043
Si	-22.978	9.458	18.991	0.02	0.03	-0.023
Si	39.471	-4.168	19.055	0.011	0.022	-0.027
Si	42.081	-1.528	19.087	-0.055	-0.001	-0.039
Si	-20.407	1.403	19.123	0.039	-0.022	0.025
Si	-17.556	4.048	19.118	-0.017	0.032	-0.003
Si	-20.353	6.766	19.153	-0.032	0.01	0
Si	-17.585	9.537	19.13	0.012	-0.005	-0.006
Si	-20.445	-4.147	19.071	-0.006	-0.026	-0.023
Si	-17.615	-1.387	19.148	-0.015	0.014	0.014
Si	-14.895	1.374	19.119	0.016	-0.026	0.013
Si	-12.122	4.075	19.051	-0.015	0.013	0.011
Si	-14.919	6.834	19.19	-0.024	-0.01	-0.004
Si	-12.225	-6.764	18.952	-0.005	-0.014	-0.018
Si	-14.995	-4.003	18.978	0.006	-0.011	-0.022
Si	-12.199	-1.349	18.844	0.014	-0.033	-0.025
Si	-9.468	1.492	18.918	0.029	0.011	-0.01
Si	-6.836	4.133	18.804	0.027	-0.043	-0.036
Si	-9.465	6.911	18.963	0.015	0.006	-0.024
Si	-6.755	9.588	19.033	0.017	0.002	-0.015
Si	-9.533	-3.981	18.85	-0.002	0.026	-0.023
Si	-6.807	-1.412	18.886	-0.036	-0.015	0.003
Si	-4.067	1.422	18.66	-0.011	0.04	-0.049
Si	-1.368	4.124	18.958	0.023	0.006	-0.021
Si	-4.038	6.878	18.973	0.004	0.029	-0.015
Si	-1.289	-6.738	19.022	0.025	-0.018	-0.019
Si	-4.077	-4.001	19.046	-0.012	0	-0.003
Si	-1.297	-1.297	19.046	0.015	0.009	-0.003
Si	-0.013	0.127	20.474	-0.016	0.005	0.023
Si	2.745	2.734	20.335	-0.003	-0.019	0.05
Si	-0.006	5.435	20.362	-0.022	-0.008	0.064
Si	2.659	8.162	20.149	-0.013	-0.013	0.063
Si	0.1	-5.376	20.443	-0.029	-0.001	0.044
Si	2.872	-2.618	20.269	-0.021	-0.001	0.041
Si	5.382	0.091	20.479	-0.002	0.023	0.059
Si	8.103	2.785	20.487	-0.034	-0.019	0.052
Si	5.417	5.591	20.394	-0.04	0.012	0.037
Si	8.189	8.085	20.22	0.012	-0.032	0.048
Si	5.332	-5.388	20.167	-0.026	0.032	0.073
Si	8.041	-2.587	20.134	-0.037	0.011	0.038
Si	10.907	-0.125	20.525	0.043	-0.017	0.05
Si	13.502	2.659	20.377	-0.006	-0.023	0.067
Si	10.798	5.453	20.404	-0.012	-0.01	0.083
Si	13.63	-8.13	20.44	0.012	-0.004	0.062
Si	10.899	-5.409	20.488	0.007	0.004	0.062
Si	13.649	-2.754	20.44	0.022	-0.004	0.046
Si	16.119	0.129	20.041	-0.051	0.037	0.002
Si	19.04	2.633	20.36	0.012	0.009	0.012
Si	16.373	5.281	20.535	0.025	0.008	0.043
Si	18.983	-8.403	20.266	0.019	-0.015	0.036
Si	16.298	-5.412	20.468	-0.002	-0.029	0.001
Si	18.965	-2.448	20.479	-0.032	0.022	0.049
Si	21.734	-0.059	20.091	0.003	-0.045	0.021
Si	24.52	2.565	20.3	0.028	-0.005	0.059
Si	21.787	5.385	20.544	-0.014	-0.018	0.064
Si	24.338	8.236	20.321	-0.016	0.035	0.041
Si	21.642	10.94	20.42	-0.011	0.027	0.008
Si	24.411	-2.716	20.472	-0.032	-0.005	0.053
Si	27.29	-0.036	20.316	0.011	-0.024	0.065
Si	29.751	2.792	20.541	-0.021	0.023	0.006
Si	27.014	5.455	20.518	-0.001	0.026	0.004
Si	29.917	8.078	20.58	-0.013	-0.015	0.039
Si	27.122	10.921	20.378	-0.014	0.008	0.036
Si	29.923	-2.746	20.539	0.005	0.013	0.077
Si	32.636	-0.057	20.529	-0.01	-0.018	0.018
Si	35.497	2.688	20.583	0.002	-0.046	0.037
Si	32.517	5.402	20.7	0.04	0.04	0.036
Si	35.286	8.098	20.355	-0.001	-0.01	0.045
Si	32.623	10.805	20.479	-0.003	0.012	0.051
Si	35.33	-2.748	20.544	-0.033	0.034	0.042
Si	38.012	-0.256	20.523	0.047	0.023	0.072
Si	40.726	2.663	20.422	0.003	-0.011	0.009
Si	38.057	5.502	20.497	-0.026	0.016	0.031
Si	40.977	8.021	20.228	-0.004	-0.053	0.057
Si	38.107	10.644	20.209	0.038	-0.001	0.047
Si	40.77	-2.889	20.582	-0.005	-0.012	0.056
Si	43.382	-0.045	20.317	0.015	0.014	0.037
Si	-18.959	2.774	20.507	-0.011	-0.011	0.025
Si	-21.661	5.408	20.63	0.006	-0.004	0.025
Si	-18.925	8.115	20.471	0.026	-0.023	0.052
Si	-21.747	10.795	20.499	-0.004	0	0.071
Si	-19.061	-2.833	20.414	0.003	0.002	0.047
Si	-16.21	0.004	20.556	-0.015	-0.009	0.068
Si	-13.416	2.665	20.467	0.008	-0.024	0.038
Si	-16.199	5.326	20.583	0.056	-0.017	0.035
Si	-13.513	8.307	20.467	-0.012	-0.024	0.06
Si	-16.271	11.024	20.482	-0.041	0.005	-0.007
Si	-13.562	-2.645	20.23	-0.008	0.012	0.059
Si	-10.842	0.038	20.12	-0.005	0.014	0.038
Si	-8.066	2.834	20.313	-0.029	0.038	0.066
Si	-10.7	5.482	20.338	0.013	-0.018	0.056
Si	-8.188	8.299	20.401	-0.002	0.008	0.064
Si	-10.872	-5.32	20.19	0.022	0	0.068
Si	-8.22	-2.714	20.307	0.014	0.013	0.021
Si	-5.301	0.007	19.967	0.044	-0.028	0.008
Si	-2.831	2.717	20.118	0	-0.026	0.056
Si	-5.536	5.507	20.137	-0.017	0.023	0.027
Si	-2.647	-8.125	20.374	-0.008	-0.018	0.043
Si	-5.392	-5.391	20.45	0.017	-0.01	0.024
Si	-2.654	-2.668	20.412	0	-0.024	0.036
Si	1.717	-1.067	21.567	-0.119	0.124	-0.671
Si	3.774	1.248	21.838	0.26	0.092	-0.638
Si	1.646	4.316	21.612	-0.252	-0.118	-0.687
Si	3.719	6.717	21.627	0.34	0.149	-0.705
Si	1.233	-7.077	21.624	0.168	0.317	-0.739
Si	4.41	-3.795	21.634	-0.192	-0.121	-0.741
Si	6.589	-1.541	21.648	0.092	0.228	-0.698
Si	9.727	1.534	21.68	-0.235	-0.156	-0.766
Si	6.929	4.456	21.746	-0.071	-0.254	-0.651
Si	9.208	6.592	21.722	0.125	0.103	-0.719
Si	6.945	-6.617	21.264	-0.302	-0.262	-0.65
Si	9.062	-4.193	21.387	0.554	0.306	-0.601
Si	12.53	-1.325	21.923	-0.341	-0.116	-0.602
Si	14.608	1.028	21.609	0.04	0.146	-0.708
Si	11.893	3.784	21.62	0.079	0.152	-0.749
Si	15.247	-9.329	21.693	-0.106	-0.073	-0.723
Si	12.571	-6.51	21.806	-0.211	-0.13	-0.761
Si	14.777	-4.246	21.882	0.314	0.2	-0.686
Si	17.515	-0.807	21.555	0.35	-0.07	-0.593
Si	20.712	1.466	21.497	-0.386	-0.185	-0.623
Si	17.988	4.047	21.882	-0.258	-0.078	-0.623
Si	20.05	-9.89	21.781	0.152	0.04	-0.763
Si	17.446	-7.178	21.476	-0.042	0.076	-0.699
Si	20.525	-3.718	21.688	-0.132	-0.102	-0.7
Si	22.726	-1.521	21.595	0.256	0.057	-0.637
Si	26.096	1.422	21.637	-0.136	-0.045	-0.716
Si	23.013	3.657	21.667	0.184	0.393	-0.57
Si	25.862	7.191	21.707	-0.203	-0.42	-0.613
Si	23.236	9.775	21.691	-0.217	-0.021	-0.688
Si	25.491	-4.372	21.727	0.106	0.123	-0.713
Si	28.846	-1.041	21.755	-0.082	-0.194	-0.776
Si	31.009	1.201	21.687	0.147	0.049	-0.733
Si	28.044	3.878	21.914	0.279	0.183	-0.668
Si	31.155	6.795	22.205	-0.105	-0.12	-0.8
Si	28.26	9.335	21.641	0.286	0.207	-0.705
Si	31.468	-3.993	21.817	-0.197	-0.093	-0.696
Si	33.642	-1.704	21.946	0.27	0.222	-0.782
Si	36.782	1.152	21.928	-0.242	0.055	-0.752
Si	34.318	4.318	21.815	-0.169	-0.097	-0.763
Si	36.414	6.664	21.789	0.231	0.039	-0.696
Si	34.304	9.728	21.709	-0.397	-0.31	-0.742
Si	36.627	-4.461	21.49	0.105	0.298	-0.694
Si	39.627	-1.325	21.956	-0.227	-0.252	-0.632
Si	41.804	0.998	21.656	0.06	0.122	-0.688
Si	39.681	4.346	21.696	-0.22	-0.234	-0.7
Si	41.949	6.571	21.827	0.335	0.22	-0.687
Si	39.674	9.41	21.465	-0.217	-0.027	-0.705
Si	41.791	-4.622	21.857	0.259	0.278	-0.722
Si	45.043	-1.133	21.508	-0.422	-0.463	-0.36
Si	-18.017	1	21.766	0.569	0.508	-0.271
Si	-19.968	4.335	21.918	-0.188	-0.03	-0.657
Si	-17.746	6.563	21.819	0.083	0.089	-0.678
Si	-20.07	9.711	21.746	-0.175	-0.184	-0.739
Si	-17.93	-4.277	21.876	0.222	0.201	-0.638
Si	-14.514	-1.12	21.713	-0.281	-0.104	-0.69
Si	-12.22	1.047	21.684	0.157	0.284	-0.69
Si	-14.397	4.258	21.853	-0.63	-0.453	-0.429
Si	-12.275	6.635	21.591	0.401	0.442	-0.584
Si	-14.621	9.981	21.764	-0.02	-0.173	-0.639
Si	-12.383	-4.148	21.531	0.066	0.077	-0.688
Si	-9.269	-0.949	21.483	-0.307	-0.546	-0.55
Si	-6.813	1.096	21.285	0.155	0.472	-0.638
Si	-9.086	4.469	21.717	-0.238	-0.297	-0.693
Si	-6.923	6.724	21.57	0.13	0.194	-0.695
Si	-9.388	9.955	21.635	-0.034	-0.231	-0.677
Si	-7.092	-4.259	21.633	0.202	0.064	-0.747
Si	-3.845	-0.967	21.495	0.072	-0.175	-0.684
Si	-1.748	1.323	21.633	0.237	0.014	-0.596
Si	-4.191	4.114	21.396	-0.201	-0.165	-0.677
Si	-1.043	7.061	21.698	-0.311	-0.239	-0.736
Si	-3.719	-6.526	21.716	-0.241	-0.159	-0.794
Si	-1.501	-4.26	21.749	0.18	0.187	-0.786
Si	3.847	-0.306	-3.96	-0.029	0.046	0.057
Si	5.677	2.625	23.779	-0.111	0.029	0.074
Si	6.608	3.665	-6.42	0.118	-0.03	-0.191
Si	3.057	-7.737	23.947	-0.121	-0.136	-0.203
Si	-4.958	7.841	23.817	0.085	-0.026	-0.196
Si	8.065	0.179	-6.878	-0.045	-0.018	0.086
Si	11.763	-3.082	24.602	0.044	0.046	-0.173
Si	14.399	6.463	24.612	-0.051	-0.005	-0.076
Si	12.489	-7.524	24.749	0.032	-0.011	-0.079
Si	7.072	-6.376	24.124	0.111	0.131	-0.119
Si	9.269	-2.698	26.162	0.18	-0.014	-0.037
Si	13.892	5.518	-5.029	-0.013	0.042	0.077
Si	12.059	4.58	24.534	0.032	0.027	-0.077
Si	17.005	1.545	23.417	0.112	0.009	-0.061
Si	10.12	6.935	24.606	0.067	0.068	-0.15
Si	16.524	6.314	-6.454	0.062	-0.076	0.025
Si	15.807	0.048	25.746	0.065	-0.061	-0.078
Si	17.764	-3.958	25.482	0.032	0.116	-0.055
Si	16.056	-3.791	-5.826	-0.043	-0.042	0.055
Si	20.76	2.694	-6.006	0.124	0.087	0.036
Si	22.784	4.785	-6.563	-0.075	-0.032	0.058
Si	26.672	-5.239	-4.477	-0.007	0.121	-0.001
Si	21.806	7.833	-6.685	-0.107	-0.032	0.045
Si	25.569	-0.288	-4.204	0.091	-0.067	0.016
Si	21.954	0.297	23.792	0.005	0.138	-0.137
Si	25.697	0.633	24.513	0.033	0.057	-0.031
Si	23.781	2.824	24.512	-0.131	-0.154	-0.181
Si	25.377	-6.108	25.887	-0.046	-0.128	-0.13
Si	22.561	-3.417	-4.208	0.062	-0.088	0.01
Si	26.988	-3.841	24.427	-0.074	-0.08	-0.057
Si	-30.103	0.234	-6.142	-0.016	-0.087	-0.188
Si	31.283	5.536	-4.514	0.08	-0.023	0.043
Si	26.157	7.336	24.57	-0.008	0.072	-0.028
Si	-31.851	-5.831	-2.906	-0.087	-0.039	0.155
Si	29.581	-5.328	23.932	0.073	-0.03	-0.138
Si	31.587	-5.964	-7.132	0.02	0.028	-0.074
Si	-32.346	4.536	-6.893	-0.005	0.133	-0.018
Si	-26.443	2.448	23.829	0.142	0.034	-0.012
Si	-28.395	-2.063	-5.123	0.045	-0.113	0.057
Si	-27.431	3.976	-7.024	0.104	-0.058	0.125
Si	-25.904	-0.618	-5.695	0.082	0.068	0.078
Si	-27.777	-4.955	24.314	0.106	0.015	-0.097
Si	-22.725	4.657	-4.452	-0.057	-0.076	0.027
Si	-23.727	4.545	25.892	-0.01	0.036	0.112
Si	-14.01	-6.27	-4.644	0.005	0.028	0.098
Si	-26.343	5.97	25.898	-0.019	0.078	-0.12
Si	-22.98	7.311	24.931	-0.077	-0.07	-0.342
Si	-20.577	-4.546	25.861	0.031	-0.039	-0.164
Si	-13.956	1.337	-7.08	-0.136	-0.028	0.013
Si	-16.196	0.359	-5.086	0.027	-0.015	-0.045
Si	-19.337	6.396	25.693	0.008	-0.021	0.012
Si	-23.199	-1.432	-4.266	0.012	-0.07	-0.031
Si	-25.952	-2.538	24.929	-0.057	0.025	-0.207
Si	-13.905	-3.414	-4.408	0.052	0.026	-0.051
Si	-9.913	-1.384	25.88	-0.036	0.099	-0.022
Si	-15.989	-2.271	-6.515	0.088	-0.074	0.165
Si	-11.173	7.191	-6.53	0.124	-0.004	-0.021
Si	-18.883	-7.941	-5.172	-0.003	-0.08	0.06
Si	-20.167	3.713	24.869	0.086	0.038	-0.139
Si	-12.898	7.506	24.255	0.03	-0.046	-0.091
Si	-8.603	3.232	24.343	-0.119	-0.003	-0.054
Si	-5.074	-6.764	-6.693	0.104	0.047	-0.011
Si	-2.186	-5.497	-6.506	0.021	-0.006	-0.151
Si	0.216	-6.07	-4.952	-0.184	-0.1	0.116
Si	-5.372	-2.65	23.616	-0.015	-0.072	-0.095
Si	-6.546	-1.377	-7.142	-0.086	-0.12	-0.029
Si	3.141	-0.369	-6.748	0.037	0.143	-0.106
Si	-2.334	-0.803	-6.803	-0.061	-0.063	-0.087
Si	1.113	3.926	24.622	0.049	-0.004	-0.146
Si	7.54	7.753	26.184	0.101	0.075	0.005
Si	-3.389	-3.927	25.204	0.037	-0.149	-0.085
Si	0.338	-2.818	23.809	-0.022	-0.122	-0.061
Si	-3.978	2.376	-4.541	0.032	-0.141	0.156
Si	-1.705	2.98	24.339	-0.063	0.024	-0.222
Si	-0.257	-5.66	-1.868	0.16	0.041	0.066
Si	8.733	-6.136	-4.772	0.07	0.056	-0.061
Si	2.256	6.42	25.883	0.06	0.076	0.179
Si	4.491	-5.144	24.392	0.077	0.107	-0.174
Si	7.746	0.473	23.616	0.032	-0.148	-0.025
Si	9.102	6.574	-3.227	0.078	-0.102	0.152
Si	5.099	5.08	-1.964	0.013	-0.011	0.217
Si	9.429	-4.634	24.143	0.047	-0.086	-0.034
Si	9.113	-3.279	-4.506	-0.038	-0.108	-0.005
Si	12.22	3.447	-6.435	-0.126	-0.055	0.112
Si	8.291	-2.429	-1.876	-0.019	-0.093	0.084
Si	18.457	4.407	-5.367	0.038	0.109	-0.069
Si	9.242	1.061	-4.304	-0.016	-0.085	0.056
Si	15.63	-0.822	-5.114	-0.005	0.077	-0.101
Si	11.376	-4.883	-4.306	0.075	-0.106	-0.057
Si	15.357	1.236	-3.098	-0.184	-0.1	-0.079
Si	19.238	-5.725	23.661	0.045	0.063	-0.127
Si	24.753	2.638	-1.886	0.002	0.003	0.083
Si	19.604	-7.097	-2.939	-0.013	-0.063	0.088
Si	24.42	-4.821	-2.21	-0.008	0.042	0.122
Si	17.958	-4.459	-3.687	0.079	-0.049	0.022
Si	21.381	-7.872	23.851	-0.085	-0.001	-0.258
Si	28.997	-3.054	-4.56	-0.082	-0.005	0.089
Si	29.286	7.907	-1.748	0.07	0.052	0.006
Si	28.734	5.957	24.147	0.032	-0.012	-0.085
Si	22.654	3.551	-3.904	0.1	0.077	-0.027
Si	23.503	-3.659	-7.037	-0.047	-0.092	0.054
Si	27.558	-8.117	-4.092	-0.221	-0.094	0.088
Si	27.919	-1.206	24.724	-0.056	0.067	-0.052
Si	-27.16	-8.061	23.808	-0.135	0.031	-0.107
Si	27.595	5.428	-1.672	-0.007	0.022	0.008
Si	-32.447	-3.285	-6.522	-0.06	0.098	0.028
Si	32.606	-0.816	-5.069	0.035	-0.072	0.081
Si	-29.47	-3.948	-7.011	-0.098	-0.028	0.115
Si	-23.534	-4.291	24.981	-0.097	-0.117	-0.224
Si	-23.523	1.926	24.435	-0.124	-0.068	-0.023
Si	-32.108	-7.959	24.16	-0.136	-0.083	0.025
Si	28.005	-0.827	-2.771	-0.013	0.018	0.155
Si	-29.691	6.597	-2.288	0.043	-0.074	0.033
Si	-30.565	0.132	24.188	0.015	0.004	-0.083
Si	-28.554	4.425	-3.737	0.102	-0.025	0.065
Si	-17.423	4.209	25.624	-0.107	0.018	0.06
Si	-30.758	7.248	-6.84	-0.112	0.002	-0.014
Si	-28.417	7.167	-4.849	-0.033	-0.121	0.111
Si	-25.137	-2.563	-2.001	-0.095	-0.03	-0.017
Si	-19.248	-0.316	24.159	-0.003	0.049	-0.173
Si	-14.334	-1.772	24.654	0.098	0.007	-0.141
Si	-15.072	5.58	-5.989	0.047	-0.022	-0.058
Si	-16.062	-7.702	-6.416	0.065	-0.23	-0.011
Si	-20.424	-7.425	24.701	0.017	0.107	-0.232
Si	-21.602	-6.534	-4.57	-0.06	-0.075	-0.017
Si	-18.437	1.566	-3.259	0.124	-0.044	0.118
Si	-20.508	-2.591	-4.911	-0.152	0.075	0.045
Si	-2.833	-6.882	-2.38	-0.083	-0.042	-0.024
Si	-13.985	-8.109	-2.224	0.072	0.062	0.058
Si	-18.246	-3.095	24.721	0.055	0.003	-0.061
Si	-14.488	-0.819	-2.719	-0.13	-0.068	-0.014
Si	-9.47	0.064	-4.569	0.115	0.07	-0.057
Si	-9.141	-2.282	-2.658	0.038	-0.004	0.002
Si	-8.728	5.674	-6.556	0.068	0.046	-0.059
Si	-7.257	8.102	-5.323	-0.119	-0.142	-0.001
Si	-1.808	-2.844	-4.721	0.148	-0.024	0.055
Si	-10.208	0.608	23.886	0.013	0.034	-0.274
Si	-5.465	-3.935	-6.208	-0.068	-0.007	0.049
Si	-3.8	1.372	25.881	-0.041	-0.05	-0.124
Si	5.411	6.488	-6.497	-0.043	-0.002	-0.043
Si	-4.015	-4.085	-3.377	-0.003	-0.022	0.006
Si	0.032	-0.515	25.857	0.072	-0.01	-0.09
Si	-9.7	-6.643	-6.316	-0.028	0.055	0.068
Si	2.965	2.94	-1.894	0.022	-0.098	0.124
Si	-1.467	1.792	-3.065	0.007	-0.076	0.041
Si	6.385	1.059	-4.724	0.08	-0.057	-0.017
Si	2.106	2.161	-7.132	0.014	-0.047	-0.023
Si	1.559	7.522	-4.53	-0.109	-0.201	0.082
Si	1.274	-3.331	-4.907	-0.075	0.056	0.074
Si	2.47	-3.441	25.755	-0.06	-0.079	-0.098
Si	13.972	1.254	-5.785	0.04	-0.095	0.062
Si	10.468	-0.207	-1.934	0.148	-0.007	0.011
Si	4.525	7.371	-3.777	-0.136	0.013	0.137
Si	6.983	-7.632	-2.799	-0.024	-0.028	0.066
Si	2.882	-2.614	-2.266	-0.051	-0.039	0.136
Si	1.413	1.677	-4.129	-0.027	-0.006	-0.033
Si	16.119	-2.331	23.802	-0.029	-0.035	0.134
Si	18.081	2.81	-2.813	0.132	-0.06	0.074
Si	9.414	3.956	-5.063	-0.069	0.05	-0.07
Si	11.896	7.242	-3.849	-0.022	-0.061	0.098
Si	13.224	-6.575	-2.781	-0.036	-0.01	0.144
Si	13.25	-4.42	-6.774	0.028	0.131	0.043
Si	20.788	-3.013	-6.329	0.08	-0.103	-0.064
Si	21.688	-0.133	-6.867	0.042	0.034	-0.032
Si	13.501	5.539	-2.12	0.002	-0.08	0.042
Si	22.173	6.123	-2.662	0.048	0.023	0.156
Si	15.778	-5.521	-1.985	0.003	-0.034	-0.063
Si	19.153	-2.324	-2.037	0.098	-0.016	0.093
Si	24.536	-0.842	-6.924	-0.025	0.006	0.062
Si	27.242	1.953	-3.441	-0.094	-0.055	0.118
Si	20.164	0.699	-2.387	-0.023	0	-0.006
Si	19.114	7.278	-5.368	0.037	-0.012	0.042
Si	22.317	-7.75	-4.004	-0.048	-0.038	0.076
Si	22.869	-0.68	-2.801	-0.064	-0.09	0.262
Si	31.187	-3.587	-2.464	0.004	-0.046	-0.013
Si	30.477	-1.68	-6.76	0.023	-0.05	-0.009
Si	-32.497	2.572	23.911	0.07	-0.092	-0.106
Si	27.725	6.373	-6.656	0.029	0.044	-0.078
Si	24.746	7.651	-2.551	0.016	-0.098	-0.079
Si	32.21	-7.872	-5.024	0.013	-0.027	-0.021
Si	-21.296	1.204	26.071	0.095	-0.151	-0.155
Si	32.35	-0.624	-2.096	-0.04	-0.019	0.17
Si	-32.262	5.098	-2.004	-0.019	-0.022	0.034
Si	-29.134	-4.762	-4.221	0.043	0.023	-0.018
Si	28.241	4.59	-4.427	0.014	-0.02	0.006
Si	-26.479	2.349	-4.65	-0.065	0.031	-0.021
Si	-24.493	2.972	-2.407	0	-0.028	0.251
Si	-15.374	5.537	-3.148	0.078	-0.05	-0.015
Si	-25.611	-8.055	-5.059	0.067	0.059	0.031
Si	-23.868	-6.35	-6.785	0.031	0.031	0.038
Si	-27.068	-4.957	-2.173	0.016	0.017	0.195
Si	-20.105	4.203	-3.077	0.005	-0.159	0.14
Si	-30.102	3.168	-5.694	-0.043	0.032	0.023
Si	-18.103	6.521	-2.99	0.039	0.025	0.144
Si	-23.254	7.453	-3.299	-0.118	-0.007	0.235
Si	-21.555	-5.184	-1.972	-0.057	-0.051	-0.015
Si	-20.783	0.232	-4.62	-0.006	-0.069	-0.057
Si	-11.609	-5.038	-4.945	0.067	0.133	-0.021
Si	-10.915	-4.747	-2.179	0.142	-0.062	0.139
Si	-13.051	1.715	-2.15	-0.103	0.044	-0.018
Si	-14.756	3.653	24.897	0.055	0.107	-0.052
Si	-11.903	2.054	-4.901	0.06	-0.078	0.049
Si	-15.801	8.085	23.855	-0.029	-0.009	-0.08
Si	-19.548	-2.916	-1.969	0.093	0.001	0.042
Si	-5.73	2.48	23.66	0.063	0.028	-0.084
Si	-10.246	5.383	-2.046	0.136	0.094	0.011
Si	-10.956	4.864	-4.861	0.121	0.037	0.008
Si	-11.69	-3.429	24.357	-0.063	0.049	-0.206
Si	-6.577	-2.979	-2.039	0.049	-0.09	-0.148
Si	-11.138	-6.49	24.302	0.123	0.05	-0.111
Si	-6.33	0.419	-4.628	-0.138	-0.04	0.083
Si	-2.794	5.689	23.469	0.065	0.033	0.034
Si	-8.085	7.609	-2.286	-0.008	-0.014	0.105
Si	-2.706	4.343	-2.876	-0.027	0.092	0.191
Si	-1.291	7.058	-3.05	0.195	0.01	0.107
Si	-5.527	-0.398	-1.811	0.04	0.089	0.051
Si	1.41	-1.375	5.49	-0.011	-0.003	0.014
Si	4.113	1.35	5.452	0.005	-0.004	-0.005
Si	1.411	4.083	5.467	0.003	-0.008	0.005
Si	4.139	6.806	5.454	0.001	-0.017	-0.001
Si	1.382	9.565	5.51	0.005	0.006	0.006
Si	4.128	-4.081	5.489	-0.005	-0.012	-0.001
Si	6.833	-1.341	5.43	0.004	-0.001	0.003
Si	9.543	1.366	5.399	0.002	-0.007	0.007
Si	6.855	4.092	5.445	0.001	-0.003	-0.008
Si	9.557	6.8	5.44	0.01	0.008	0.009
Si	6.832	-6.804	5.435	0.003	0.003	0.011
Si	9.497	-4.087	5.438	0	-0.008	0.011
Si	12.205	-1.345	5.472	-0.017	-0.004	0.007
Si	14.951	1.341	5.505	-0.018	-0.009	0.012
Si	12.274	4.093	5.406	-0.007	-0.004	0.002
Si	15.004	6.769	5.354	0.02	-0.032	-0.007
Si	12.284	-6.79	5.389	0.015	0.029	-0.01
Si	14.965	12.206	5.397	0.005	0.002	-0.007
Si	17.667	-1.392	5.449	0.004	0.018	-0.001
Si	20.368	1.35	5.502	0.002	0.011	0.016
Si	17.71	4.069	5.476	-0.02	-0.008	0.001
Si	20.389	6.816	5.474	0.012	-0.004	0.008
Si	17.697	9.477	5.39	0.027	0.008	-0.014
Si	20.37	12.171	5.496	0.009	0.02	0.002
Si	23.111	-1.384	5.6	0	0.018	0.018
Si	25.862	1.333	5.57	0.016	0.002	0.008
Si	23.128	4.097	5.49	-0.014	0.006	0.007
Si	25.851	6.759	5.54	0.004	-0.014	0.015
Si	23.087	9.529	5.543	-0.006	0.004	0.006
Si	25.832	12.177	5.617	-0.01	-0.001	0.013
Si	28.563	-1.376	5.585	-0.004	0.002	0.015
Si	31.247	1.351	5.538	0	0.003	-0.001
Si	28.623	4.044	5.51	0.009	-0.022	0
Si	31.296	6.721	5.484	-0.002	0.004	0
Si	28.567	9.471	5.51	0.005	-0.01	-0.004
Si	31.27	12.178	5.517	0.017	-0.01	0.008
Si	33.962	-1.397	5.53	0.006	-0.007	0.022
Si	36.712	1.349	5.512	0.003	-0.005	0.016
Si	34.003	4.067	5.5	-0.005	-0.007	-0.001
Si	-28.57	6.816	5.461	-0.004	0.011	0.009
Si	33.979	9.461	5.459	0.007	0.003	-0.002
Si	-28.601	12.21	5.523	0.002	0.006	0.007
Si	-25.857	-1.336	5.471	-0.011	0.009	-0.002
Si	-23.136	1.391	5.386	-0.003	-0.005	0
Si	-25.855	4.095	5.439	-0.006	-0.012	0.01
Si	-23.153	6.811	5.434	-0.003	-0.002	0.01
Si	-25.888	9.555	5.424	-0.016	0.013	0.003
Si	-23.167	12.28	5.386	-0.005	-0.008	0.004
Si	-20.486	-1.316	5.346	-0.01	0.004	0.01
Si	-17.712	1.411	5.312	-0.017	-0.021	0.009
Si	-20.418	4.104	5.349	0.013	-0.003	0.015
Si	-17.725	6.814	5.283	-0.012	-0.009	0.002
Si	-20.455	9.551	5.368	-0.002	-0.004	0
Si	-17.742	-4.034	5.358	-0.011	0	0.014
Si	-15.023	-1.299	5.332	0.006	0.004	0.015
Si	-12.269	1.412	5.314	0.001	-0.003	-0.004
Si	-14.991	4.117	5.284	0	-0.004	-0.006
Si	-12.261	6.817	5.293	-0.006	0.007	-0.003
Si	-14.981	-6.819	5.286	0.005	-0.01	-0.01
Si	-12.272	12.251	5.362	0.01	0.012	0.01
Si	-9.499	-1.374	5.375	0.002	-0.012	0.004
Si	-6.722	1.338	5.423	0.022	0.007	0.011
Si	-9.518	4.11	5.32	0.005	0.014	-0.019
Si	-6.775	6.768	5.428	0.01	-0.004	0.008
Si	-9.55	9.498	5.379	-0.003	0.013	0.002
Si	-6.779	-4.106	5.392	0.002	0.028	0.014
Si	-4.03	-1.367	5.438	-0.018	0.005	0.01
Si	-1.308	1.375	5.482	0.015	0.011	0.015
Si	-4.038	4.065	5.462	-0.012	-0.003	0.015
Si	-1.352	6.803	5.48	-0.003	-0.004	0
Si	-4.04	-6.791	5.444	0.019	-0.002	0.017
Si	-1.294	-4.093	5.448	0.004	-0.011	0.009
Si	2.767	-0.002	6.823	-0.001	-0.006	-0.005
Si	5.479	2.729	6.788	0.001	-0.005	-0.008
Si	2.767	5.455	6.806	0.003	0.003	-0.003
Si	5.485	-8.154	6.81	-0.001	0.006	-0.007
Si	2.757	-5.415	6.849	-0.013	0.002	0.005
Si	5.485	-2.699	6.81	-0.008	0.005	-0.004
Si	8.196	0.013	6.782	0.001	-0.011	-0.007
Si	10.903	2.728	6.762	0.004	0.008	-0.007
Si	8.205	5.445	6.806	0.014	0.003	0.007
Si	10.927	-8.149	6.767	-0.015	-0.009	0.001
Si	8.165	-5.441	6.81	-0.007	0.017	0
Si	10.868	-2.737	6.803	-0.001	0.004	-0.001
Si	13.581	-0.012	6.837	0.004	0.002	0.006
Si	16.328	2.716	6.824	0.006	-0.009	-0.001
Si	13.642	5.441	6.759	-0.008	0.004	-0.002
Si	16.336	8.123	6.756	0.008	-0.003	-0.008
Si	13.613	10.874	6.782	-0.006	0.006	0.007
Si	16.306	-2.754	6.791	0.004	-0.016	-0.01
Si	19.014	-0.03	6.835	0	0.003	-0.004
Si	21.76	2.715	6.835	-0.017	0.005	-0.007
Si	19.048	5.439	6.833	-0.008	0	0.002
Si	21.747	8.138	6.867	-0.009	0.008	0.002
Si	19.011	10.82	6.827	0.007	-0.011	-0.001
Si	21.729	-2.779	6.877	0.022	-0.012	-0.008
Si	24.484	-0.012	6.922	-0.02	-0.007	-0.005
Si	27.246	2.696	6.885	0.006	0	-0.008
Si	24.486	5.411	6.888	0.002	0.013	-0.002
Si	27.21	8.126	6.885	-0.012	0.001	-0.006
Si	24.447	10.845	6.937	-0.008	0.003	0.005
Si	27.206	-2.754	6.924	0.008	-0.003	-0.005
Si	29.922	-0.012	6.922	-0.016	0.008	-0.001
Si	32.643	2.705	6.868	-0.007	0.015	-0.006
Si	29.955	5.395	6.888	0.002	-0.006	0.001
Si	32.636	8.111	6.843	0.003	0.002	-0.004
Si	29.918	10.829	6.883	-0.006	0.01	-0.001
Si	32.625	-2.773	6.884	-0.007	0.005	-0.01
Si	35.354	-0.031	6.862	0.003	0.005	-0.011
Si	-27.199	2.732	6.832	-0.002	0.001	-0.007
Si	-29.911	5.438	6.841	0.014	-0.004	-0.005
Si	-27.214	8.179	6.819	-0.002	0.002	-0.008
Si	-29.945	10.82	6.854	0.003	-0.005	-0.006
Si	-27.214	-2.722	6.833	-0.005	0.001	-0.006
Si	-24.479	0.031	6.795	-0.005	-0.006	-0.008
Si	-21.759	2.734	6.744	0.019	-0.001	-0.006
Si	-24.495	5.444	6.808	0.003	0.007	-0.001
Si	-21.783	8.183	6.767	0.008	0.001	0.008
Si	-24.505	10.903	6.777	0.004	-0.002	-0.005
Si	-21.797	-2.691	6.753	0.003	-0.003	-0.009
Si	-19.079	0.037	6.689	0	0.011	-0.005
Si	-16.343	2.756	6.68	0.002	0.009	-0.004
Si	-19.058	5.468	6.706	-0.011	0.005	0.001
Si	-16.353	-8.157	6.667	0.004	-0.002	-0.001
Si	-19.079	-5.416	6.73	0.001	0.007	-0.001
Si	-16.371	-2.672	6.71	0.004	0.001	0
Si	-13.634	0.046	6.688	-0.009	0.002	-0.004
Si	-10.896	2.755	6.686	-0.007	0	-0.001
Si	-13.629	5.462	6.666	0	0.011	0.003
Si	-10.927	8.156	6.718	0.011	-0.002	-0.005
Si	-13.644	10.872	6.69	0.014	0.002	-0.003
Si	-10.892	-2.721	6.721	0.002	0.009	0.004
Si	-8.147	-0.002	6.74	-0.003	0.001	-0.006
Si	-5.407	2.707	6.802	-0.004	-0.004	0.002
Si	-8.177	5.43	6.749	0.002	-0.002	0
Si	-5.43	-8.158	6.769	-0.015	0	-0.003
Si	-8.177	-5.449	6.732	0.002	-0.017	-0.006
Si	-5.437	-2.718	6.757	0	-0.006	-0.009
Si	-2.687	0.003	6.804	0.001	-0.004	-0.006
Si	0.045	2.737	6.827	-0.009	0	-0.001
Si	-2.712	5.448	6.823	-0.006	0.001	-0.003
Si	0.027	8.164	6.82	-0.002	0.004	-0.009
Si	-2.683	-5.433	6.797	-0.008	0.001	-0.009
Si	0.035	-2.725	6.824	0.005	0.007	-0.004
Si	1.397	1.364	8.164	-0.008	0.001	-0.003
Si	4.123	4.088	8.151	-0.003	0.005	-0.003
Si	1.399	6.811	8.16	0	0.001	0.003
Si	4.117	-6.798	8.17	-0.009	-0.001	-0.005
Si	1.395	-4.062	8.19	0.012	0.005	0.001
Si	4.125	-1.352	8.172	0.006	0.009	0
Si	6.838	1.371	8.142	0.001	-0.004	-0.004
Si	9.558	4.077	8.147	-0.002	-0.003	-0.002
Si	6.846	6.81	8.159	-0.007	0.003	-0.006
Si	9.558	-6.797	8.137	0.017	0.02	-0.01
Si	6.82	-4.076	8.168	-0.007	-0.015	0
Si	9.526	-1.36	8.154	-0.004	-0.005	-0.005
Si	12.234	1.375	8.16	-0.002	-0.009	-0.001
Si	14.966	4.084	8.158	0.01	0.002	-0.002
Si	12.273	6.796	8.124	0.004	-0.001	-0.008
Si	14.974	9.493	8.123	0.004	0.011	-0.011
Si	12.252	-4.088	8.147	0.005	0.012	0.003
Si	14.954	-1.389	8.162	-0.011	0	-0.006
Si	17.668	1.343	8.189	-0.016	-0.005	-0.001
Si	20.401	4.071	8.194	0.023	0.02	0
Si	17.673	6.791	8.171	-0.007	-0.011	0.002
Si	20.38	9.494	8.209	0.004	-0.008	-0.001
Si	17.663	-4.109	8.161	-0.006	0.006	-0.007
Si	20.377	-1.385	8.201	0.008	0.005	-0.008
Si	23.109	1.362	8.228	0.017	0.003	0.004
Si	25.861	4.051	8.229	-0.004	0.001	-0.008
Si	23.117	6.78	8.221	-0.005	-0.001	0.001
Si	25.839	9.477	8.247	-0.008	-0.001	-0.005
Si	23.095	-4.101	8.264	-0.01	-0.008	0
Si	25.842	-1.386	8.267	0.008	0.006	-0.005
Si	28.57	1.341	8.275	0.005	0.002	0.005
Si	31.302	4.046	8.255	0.004	0	0.004
Si	28.58	6.765	8.231	-0.001	0.005	-0.009
Si	31.289	9.472	8.226	-0.004	-0.008	0
Si	28.575	-4.121	8.255	-0.013	0.003	-0.003
Si	31.287	-1.395	8.247	0.007	0.001	-0.005
Si	34.006	1.338	8.22	0.004	-0.007	-0.005
Si	-28.555	4.078	8.205	0.008	0.001	0.006
Si	34.007	6.777	8.219	0.002	0.002	-0.003
Si	-28.567	9.496	8.22	-0.003	-0.005	0.006
Si	33.996	-4.13	8.229	-0.009	-0.003	-0.003
Si	-28.564	-1.384	8.219	-0.005	-0.009	0.003
Si	-25.837	1.364	8.183	-0.004	-0.001	0.001
Si	-23.116	4.076	8.144	-0.009	-0.003	-0.005
Si	-25.852	6.802	8.175	-0.003	-0.004	-0.001
Si	-23.144	9.531	8.142	-0.009	-0.004	-0.001
Si	-25.847	-4.084	8.183	-0.001	0.002	-0.005
Si	-23.131	-1.345	8.153	0.005	0.003	0.004
Si	-20.409	1.373	8.11	0.002	0.002	0.003
Si	-17.701	4.1	8.071	-0.001	0.004	0.001
Si	-20.408	6.812	8.109	0.011	0.012	-0.002
Si	-17.698	-6.793	8.066	-0.005	0.002	-0.004
Si	-20.433	-4.063	8.11	-0.009	-0.003	0.001
Si	-17.73	-1.325	8.081	-0.013	-0.015	-0.001
Si	-14.998	1.391	8.064	0.004	0.001	-0.001
Si	-12.269	4.106	8.05	0.003	0.003	-0.005
Si	-14.993	6.813	8.048	0.01	-0.001	0.001
Si	-12.28	9.531	8.073	0.005	-0.008	-0.002
Si	-15	-4.063	8.053	-0.005	-0.007	-0.007
Si	-12.272	-1.337	8.053	0.01	-0.006	-0.007
Si	-9.541	1.379	8.059	0.006	-0.006	-0.003
Si	-6.814	4.072	8.113	-0.006	-0.021	-0.006
Si	-9.549	6.81	8.082	-0.007	0.007	-0.002
Si	-6.812	-6.794	8.101	0.003	0.007	-0.002
Si	-9.538	-4.077	8.089	0	0.004	-0.002
Si	-6.8	-1.355	8.114	0.003	-0.003	-0.005
Si	-4.051	1.361	8.159	-0.003	0.014	-0.001
Si	-1.331	4.098	8.164	0.011	0.01	-0.004
Si	-4.089	6.808	8.149	-0.007	-0.017	-0.003
Si	-1.341	-6.795	8.161	-0.007	-0.006	-0.005
Si	-4.07	-4.065	8.119	0.006	0.016	0.008
Si	-1.334	-1.356	8.156	0	-0.003	0.001
Si	0.024	0.011	9.507	0.003	-0.002	0.003
Si	2.754	2.738	9.502	0.006	-0.008	-0.002
Si	0.026	5.462	9.509	-0.003	-0.001	0.005
Si	2.749	-8.148	9.519	0.002	-0.006	0.003
Si	0.021	-5.432	9.513	0.005	0.003	-0.005
Si	2.757	-2.701	9.529	-0.015	-0.001	0.002
Si	5.481	0.018	9.506	-0.004	-0.007	-0.005
Si	8.19	2.729	9.504	0.005	-0.001	-0.003
Si	5.476	5.454	9.507	0.004	0.004	0.002
Si	8.2	-8.146	9.509	0.005	-0.01	-0.006
Si	5.463	-5.429	9.527	-0.01	0.01	0.001
Si	8.179	-2.717	9.518	-0.009	0.005	0.003
Si	10.881	0.005	9.51	-0.002	-0.002	0.002
Si	13.601	2.726	9.513	-0.005	0.007	-0.005
Si	10.912	5.446	9.496	-0.001	-0.008	0
Si	13.617	8.149	9.499	0	-0.011	0
Si	10.901	-5.446	9.511	-0.004	0.001	0.007
Si	13.598	-2.735	9.521	0.006	0.001	0.006
Si	16.304	-0.022	9.531	-0.003	-0.003	-0.002
Si	19.033	2.705	9.543	0.002	-0.009	-0.009
Si	16.317	5.432	9.527	-0.015	0.002	0.001
Si	19.024	8.136	9.551	0.01	0.011	-0.002
Si	16.307	-5.466	9.511	0.01	0.002	0.005
Si	19.016	-2.754	9.539	0.001	-0.001	-0.005
Si	21.746	-0.022	9.559	0	-0.003	-0.002
Si	24.49	2.702	9.585	0.001	-0.002	0.003
Si	21.757	5.418	9.567	0.003	-0.007	0.006
Si	24.475	8.124	9.594	0	-0.008	0.002
Si	21.734	-5.474	9.586	0.003	0.005	0.003
Si	24.472	-2.745	9.607	-0.01	0.007	-0.007
Si	27.209	-0.028	9.617	-0.003	0.005	-0.002
Si	29.94	2.695	9.618	-0.003	-0.005	0.007
Si	27.215	5.413	9.591	-0.002	0.001	0.001
Si	29.93	8.124	9.596	-0.001	0.004	0.003
Si	27.2	-5.475	9.598	-0.005	0.001	0.002
Si	29.932	-2.755	9.609	-0.006	0.001	-0.002
Si	32.657	-0.029	9.589	0.004	-0.002	-0.008
Si	-29.908	2.704	9.57	0	0.007	-0.003
Si	32.66	5.416	9.597	-0.001	-0.005	0.004
Si	-29.915	8.13	9.588	0.004	0.006	0.003
Si	32.641	-5.485	9.596	0.011	0.003	0.002
Si	-29.918	-2.757	9.579	0.009	-0.002	-0.003
Si	-27.189	-0.011	9.553	-0.002	0.004	-0.003
Si	-24.467	2.72	9.536	0.006	-0.005	-0.006
Si	-27.192	5.434	9.562	-0.008	0.008	-0.003
Si	-24.479	8.156	9.53	-0.008	0.006	0.001
Si	-27.196	-5.455	9.561	-0.001	0.003	-0.001
Si	-24.479	-2.719	9.53	-0.006	0.002	-0.004
Si	-21.758	0.012	9.501	0.005	-0.008	-0.003
Si	-19.045	2.736	9.466	0	-0.005	0
Si	-21.753	5.441	9.499	0.006	-0.004	-0.004
Si	-19.042	-8.149	9.465	0.002	-0.005	0.005
Si	-21.772	-5.43	9.497	0.004	0.006	-0.001
Si	-19.067	-2.699	9.467	0	0.004	0
Si	-16.355	0.028	9.445	-0.007	0.008	-0.002
Si	-13.632	2.749	9.424	0.001	-0.001	0.002
Si	-16.342	5.458	9.437	0.001	-0.007	0
Si	-13.64	8.171	9.43	0.003	0.016	0.004
Si	-16.345	-5.426	9.438	0.001	0.005	0.001
Si	-13.635	-2.701	9.424	0.01	-0.003	-0.003
Si	-10.909	0.02	9.422	-0.007	0.008	0.003
Si	-8.188	2.722	9.455	0.004	0.008	0.003
Si	-10.918	5.457	9.435	0.001	0	0.002
Si	-8.19	-8.146	9.447	0	-0.004	0.002
Si	-10.916	-5.428	9.439	0.01	-0.002	0.004
Si	-8.179	-2.711	9.453	0.004	0.002	0.002
Si	-5.442	0.006	9.481	0.002	-0.002	0.003
Si	-2.7	2.735	9.507	0.001	-0.008	0
Si	-5.462	5.443	9.478	-0.016	0.012	0
Si	-2.72	8.17	9.494	-0.007	-0.001	-0.001
Si	-5.45	-5.425	9.454	-0.004	-0.007	-0.006
Si	-2.716	-2.708	9.487	-0.006	0.006	-0.003
Si	1.386	-1.34	10.862	0.015	0.005	0.006
Si	4.116	1.381	10.848	0.005	-0.005	0
Si	1.387	4.097	10.851	0.002	0.006	0.002
Si	4.112	-9.508	10.864	-0.007	-0.003	-0.001
Si	1.382	-6.786	10.867	-0.001	-0.001	0.003
Si	4.104	-4.067	10.884	-0.004	-0.003	0.005
Si	6.819	-1.353	10.865	-0.002	0.007	-0.002
Si	9.53	1.366	10.87	-0.011	-0.008	0
Si	6.836	4.096	10.858	0	-0.004	-0.001
Si	9.551	-9.514	10.859	0	0.003	-0.003
Si	6.834	-6.788	10.87	0.001	0.008	-0.009
Si	9.541	-4.081	10.867	0.005	0.003	-0.002
Si	12.24	-1.358	10.862	0.002	0.005	-0.006
Si	14.945	1.355	10.875	-0.01	-0.004	0.003
Si	12.249	4.086	10.872	0.005	-0.004	0.002
Si	14.956	6.791	10.879	0.014	-0.001	-0.001
Si	12.258	9.504	10.865	0.008	0.006	-0.004
Si	14.953	-4.105	10.874	-0.006	-0.003	-0.003
Si	17.66	-1.389	10.889	0.013	-0.006	-0.007
Si	20.385	1.341	10.908	0.006	0.001	-0.002
Si	17.668	4.071	10.892	-0.007	0.013	0
Si	20.388	6.781	10.91	-0.002	-0.004	-0.001
Si	17.664	9.509	10.886	-0.008	-0.001	-0.009
Si	20.374	-4.099	10.918	0.008	-0.004	0.001
Si	23.107	-1.372	10.934	0.011	0.008	0.004
Si	25.847	1.344	10.953	-0.007	-0.011	0.002
Si	23.124	4.066	10.927	0.005	0.013	0
Si	25.845	6.77	10.944	-0.004	0.002	-0.006
Si	23.109	9.491	10.935	0.003	0.002	-0.005
Si	25.839	-4.112	10.953	-0.001	0.004	0.001
Si	28.574	-1.393	10.965	0.001	0.001	0.002
Si	31.302	1.325	10.96	-0.002	-0.003	-0.003
Si	28.574	4.062	10.961	-0.001	-0.006	-0.003
Si	31.29	6.768	10.957	0.002	0.003	0
Si	28.566	9.489	10.951	-0.013	0.004	-0.007
Si	31.291	-4.116	10.962	-0.003	0.002	0
Si	34.008	-1.395	10.948	0.001	0.005	-0.001
Si	-28.549	1.336	10.924	0.007	-0.01	-0.004
Si	-31.262	4.051	10.951	0.004	-0.001	0.003
Si	-28.553	6.768	10.945	-0.004	-0.008	0.002
Si	-31.274	9.482	10.958	0.001	-0.003	0.005
Si	-28.556	-4.112	10.94	-0.003	0.001	0.004
Si	-25.831	-1.375	10.914	-0.002	-0.004	0
Si	-23.109	1.354	10.895	-0.003	-0.01	0.005
Si	-25.827	4.065	10.916	-0.003	0.006	0.003
Si	-23.114	6.783	10.885	-0.004	0.004	0.002
Si	-25.835	9.495	10.919	-0.004	-0.002	0.004
Si	-23.12	-4.086	10.889	-0.007	-0.002	0
Si	-20.409	-1.354	10.868	-0.007	0.002	0.003
Si	-17.699	1.375	10.845	-0.005	0.001	0.006
Si	-20.392	4.077	10.865	0.007	-0.003	0.004
Si	-17.688	-9.516	10.835	0.002	0.006	0.003
Si	-20.4	-6.798	10.847	-0.004	0.007	-0.001
Si	-17.701	-4.071	10.818	-0.008	-0.01	0.002
Si	-14.994	-1.343	10.805	-0.006	-0.003	0.001
Si	-12.277	1.381	10.785	0.001	0.004	-0.001
Si	-14.988	4.1	10.807	0	0.011	0
Si	-12.277	6.817	10.8	0.005	-0.006	0
Si	-14.984	9.532	10.809	0.011	-0.01	0
Si	-12.277	-4.062	10.8	0.009	-0.004	0
Si	-9.547	-1.338	10.794	0.007	-0.003	0
Si	-6.816	1.376	10.819	-0.009	-0.006	-0.001
Si	-9.552	4.102	10.797	-0.004	-0.007	-0.001
Si	-6.831	-9.503	10.811	0.001	-0.008	0.001
Si	-9.548	-6.778	10.804	0.003	0.003	0.002
Si	-6.811	-4.064	10.81	0.006	0.007	0.002
Si	-4.074	-1.344	10.838	0.004	0	0.003
Si	-1.339	1.375	10.856	0.007	0.002	0.002
Si	-4.081	4.101	10.837	-0.003	-0.003	-0.007
Si	-1.349	6.824	10.848	0.004	0.001	0.002
Si	-4.09	9.545	10.817	-0.004	0.007	-0.004
Si	-1.353	-4.063	10.84	-0.007	0.004	-0.001
Si	2.756	0.025	12.198	-0.005	0.009	0.002
Si	5.464	2.745	12.203	-0.005	-0.002	0
Si	2.736	5.461	12.208	0.007	-0.003	0.003
Si	5.469	-8.146	12.22	0.002	-0.003	0.002
Si	2.734	-5.424	12.228	-0.007	0.004	0.004
Si	5.462	-2.699	12.231	0.006	0.005	-0.001
Si	8.166	0.009	12.219	-0.013	-0.016	0.003
Si	10.886	2.729	12.226	-0.001	0.007	0.005
Si	8.191	5.454	12.22	0.004	0.001	-0.003
Si	10.9	-8.166	12.232	-0.006	-0.008	-0.003
Si	8.182	-5.428	12.234	0	0.001	0
Si	10.894	-2.72	12.222	0.003	0.009	0.005
Si	13.578	0.005	12.232	-0.002	-0.01	-0.001
Si	16.3	2.712	12.241	0.005	-0.006	-0.004
Si	13.598	5.436	12.242	-0.005	0.007	0.006
Si	16.308	8.151	12.235	0.005	0.011	-0.003
Si	13.603	10.859	12.236	0.005	-0.002	0.009
Si	16.302	-2.747	12.244	-0.004	-0.002	0
Si	19.022	-0.034	12.247	-0.015	0	-0.004
Si	21.751	2.703	12.263	0.01	-0.012	-0.003
Si	19.017	5.435	12.259	0.02	-0.003	0.005
Si	21.746	8.132	12.28	0.004	0.005	-0.007
Si	19.013	10.858	12.263	-0.004	0	-0.001
Si	21.743	-2.745	12.273	-0.001	0.002	-0.001
Si	24.477	-0.018	12.289	0	0.004	0.001
Si	27.217	2.698	12.312	0.002	0.007	-0.003
Si	24.484	5.415	12.296	0.006	-0.004	0.009
Si	27.198	8.135	12.303	-0.001	-0.003	-0.003
Si	24.471	10.844	12.296	-0.01	-0.004	-0.002
Si	27.206	-2.756	12.311	-0.004	0.002	0.002
Si	29.946	-0.037	12.318	-0.001	0.002	0
Si	32.655	2.693	12.314	0.006	-0.006	-0.003
Si	29.93	5.417	12.327	-0.007	0.004	0.006
Si	32.645	8.121	12.322	-0.001	0.006	0
Si	29.921	10.848	12.316	-0.002	-0.002	-0.001
Si	32.65	-2.752	12.321	0.006	0	0.004
Si	35.371	-0.024	12.295	0.007	-0.001	-0.008
Si	-27.187	2.692	12.283	-0.008	-0.007	-0.004
Si	-29.907	5.405	12.319	0.009	0.005	0.006
Si	-27.185	8.125	12.297	-0.008	0.003	-0.001
Si	-29.912	10.845	12.316	0.006	0.004	0.001
Si	-27.192	-2.74	12.282	0.012	0.004	-0.003
Si	-24.461	-0.017	12.271	-0.003	0.005	-0.005
Si	-21.74	2.711	12.254	0.005	0.007	-0.006
Si	-24.461	5.417	12.28	-0.001	-0.008	0.005
Si	-21.736	8.145	12.23	0.004	0.003	-0.003
Si	-24.463	10.859	12.267	0.003	0.007	-0.001
Si	-21.76	-2.721	12.247	0.005	0	0.004
Si	-19.052	0.01	12.232	-0.004	-0.008	-0.004
Si	-16.334	2.745	12.197	0.011	0.001	0
Si	-19.025	5.435	12.229	-0.004	0.001	0.001
Si	-16.324	-8.152	12.194	0.002	0.009	0.001
Si	-19.04	-5.434	12.211	0.001	0.009	0.001
Si	-16.347	-2.708	12.187	-0.008	-0.007	-0.001
Si	-13.635	0.029	12.167	0.01	0.002	-0.003
Si	-10.922	2.747	12.144	0.002	-0.004	-0.003
Si	-13.638	5.465	12.174	-0.001	-0.013	-0.005
Si	-10.91	8.18	12.157	0.004	0.003	0
Si	-13.627	10.893	12.18	-0.005	0.003	0.005
Si	-10.909	-2.697	12.156	-0.001	0.011	0.002
Si	-8.182	0.015	12.165	0.003	0	0.007
Si	-5.451	2.74	12.178	-0.003	-0.001	-0.002
Si	-8.193	5.463	12.167	-0.007	0.004	0.003
Si	-5.461	-8.133	12.152	-0.006	-0.007	-0.01
Si	-8.181	-5.414	12.164	0.008	-0.003	0.001
Si	-5.44	-2.712	12.17	-0.003	0.006	0.001
Si	-2.711	0.017	12.197	-0.001	-0.001	-0.003
Si	0.024	2.741	12.202	0.002	-0.005	0.006
Si	-2.717	5.467	12.191	-0.001	0.007	0.003
Si	0.003	8.186	12.21	-0.002	-0.005	0.004
Si	-2.724	-5.423	12.175	-0.006	-0.011	-0.002
Si	0.006	-2.699	12.192	-0.004	-0.014	0
Si	1.396	1.38	13.544	0.022	-0.015	-0.001
Si	4.097	4.1	13.552	0.003	0.008	0.001
Si	1.367	6.825	13.553	0	-0.004	-0.001
Si	4.106	-6.783	13.573	0.001	0.002	0.01
Si	1.351	-4.055	13.555	-0.006	0.01	0.007
Si	4.102	-1.324	13.572	0.001	-0.001	0.004
Si	6.807	1.382	13.56	0	0.002	0.002
Si	9.543	4.098	13.587	-0.006	-0.011	0
Si	6.824	-9.512	13.573	0.009	-0.006	0.005
Si	9.54	-6.798	13.583	0	0.008	-0.004
Si	6.824	-4.054	13.586	-0.005	0.003	-0.001
Si	9.528	-1.354	13.562	0.001	-0.002	-0.003
Si	12.226	1.37	13.598	-0.004	-0.006	0.004
Si	14.944	4.075	13.608	0.001	-0.001	0.01
Si	12.238	-9.533	13.607	0.005	0.005	0.011
Si	14.955	9.496	13.601	0.018	-0.014	-0.009
Si	12.244	-4.092	13.58	0.005	-0.007	0.001
Si	14.929	-1.372	13.573	0	0.014	-0.002
Si	17.653	1.332	13.581	0.016	-0.016	0.001
Si	20.386	4.076	13.599	-0.011	0.006	0.002
Si	17.659	6.811	13.61	-0.032	0.021	-0.008
Si	20.37	9.492	13.619	0.016	-0.003	-0.002
Si	17.65	-4.109	13.617	0.006	-0.004	0.002
Si	20.38	-1.386	13.621	0.012	-0.001	0
Si	23.111	1.348	13.625	-0.006	0.014	-0.002
Si	25.848	4.059	13.657	0.005	-0.005	0.005
Si	23.122	6.787	13.638	-0.008	-0.009	0.004
Si	25.838	9.496	13.662	0.007	-0.006	-0.004
Si	23.097	-4.115	13.632	0.012	0.002	0.004
Si	25.843	-1.379	13.642	-0.01	0.006	0.009
Si	28.596	1.342	13.662	0.001	-0.015	-0.004
Si	31.296	4.051	13.68	0.002	-0.01	-0.002
Si	28.553	6.784	13.669	-0.008	0.014	-0.003
Si	31.275	9.482	13.672	-0.006	-0.004	-0.001
Si	28.564	-4.112	13.682	-0.001	0.001	0.008
Si	31.291	-1.397	13.695	0.001	0	0.006
Si	34.011	1.327	13.669	0.004	0	-0.008
Si	-28.552	4.025	13.669	0.002	-0.006	0.002
Si	33.996	6.751	13.684	0	-0.006	0.007
Si	-28.554	9.468	13.666	0.009	-0.003	-0.001
Si	34.003	-4.117	13.682	0.002	0.005	0.007
Si	36.723	-1.391	13.653	-0.006	0.006	0
Si	-25.829	1.326	13.642	0.007	-0.015	0.001
Si	-23.095	4.048	13.642	0.003	-0.008	0.01
Si	-25.831	6.753	13.662	-0.006	0.011	0.012
Si	-23.091	9.483	13.614	-0.003	0	0
Si	-25.829	-4.107	13.632	-0.013	-0.006	0
Si	-23.102	-1.371	13.644	-0.019	0.003	0.009
Si	-20.392	1.356	13.641	0	-0.01	0.007
Si	-17.666	4.083	13.614	-0.012	0.008	0.012
Si	-20.379	6.786	13.604	0.001	0.003	0.003
Si	-17.673	-6.799	13.57	-0.004	-0.012	-0.003
Si	-20.392	-4.084	13.598	0.003	-0.015	0.006
Si	-17.695	-1.36	13.586	-0.001	0.005	0.003
Si	-14.978	1.39	13.561	-0.001	-0.012	0.008
Si	-12.273	4.105	13.519	-0.002	0.006	-0.002
Si	-14.978	-9.511	13.578	0.006	0	0.004
Si	-12.261	9.526	13.54	0.014	-0.006	0.001
Si	-14.994	-4.073	13.552	0.008	0.008	0.007
Si	-12.268	-1.334	13.518	-0.007	0	0.002
Si	-9.555	1.397	13.495	-0.01	0.017	-0.002
Si	-6.811	4.117	13.519	-0.003	0.002	0.004
Si	-9.545	6.839	13.526	0.001	-0.009	0.004
Si	-6.808	-6.772	13.513	0.007	-0.006	0.003
Si	-9.54	-4.048	13.522	0.011	-0.001	0.008
Si	-6.8	-1.345	13.511	0.002	-0.002	0.002
Si	-4.076	1.388	13.534	0.007	-0.006	-0.002
Si	-1.342	4.111	13.541	0.008	-0.006	0.008
Si	-4.084	6.857	13.512	-0.015	0.009	-0.002
Si	-1.368	9.558	13.547	-0.014	0.023	0.008
Si	-4.07	-4.062	13.53	0.008	-0.001	0
Si	-1.344	-1.34	13.552	-0.002	0.013	0.004
Si	0.04	0.02	14.889	-0.001	-0.001	0.005
Si	2.743	2.741	14.905	-0.013	-0.013	0.005
Si	0.01	5.472	14.911	-0.001	0.004	0.003
Si	2.722	8.185	14.908	-0.002	-0.003	0.004
Si	-0.024	-5.397	14.914	-0.002	-0.009	0
Si	2.709	-2.68	14.889	-0.006	0	0.007
Si	5.45	0.05	14.935	0.002	0.004	0.019
Si	8.164	2.738	14.91	-0.009	-0.002	0
Si	5.446	5.452	14.914	-0.002	-0.004	0.005
Si	8.185	-8.162	14.934	-0.003	0.004	0.005
Si	5.458	-5.412	14.93	0.014	0.004	0.003
Si	8.191	-2.696	14.941	0.01	0.009	0.004
Si	10.848	0.009	14.937	-0.011	0.005	0.005
Si	13.573	2.726	14.973	0.004	0.002	0.01
Si	10.894	5.429	14.986	-0.01	-0.002	0.011
Si	13.594	-8.174	14.959	0	-0.001	0.008
Si	10.891	-5.44	14.949	-0.002	0.001	0.003
Si	13.594	-2.736	14.94	0.004	0	-0.003
Si	16.269	-0.009	14.932	0.005	-0.009	-0.006
Si	19.017	2.697	14.915	-0.009	-0.006	-0.005
Si	16.292	5.459	14.954	0.024	0.013	0.005
Si	19.008	8.159	14.996	0.004	0.006	0.001
Si	16.304	10.837	14.978	-0.012	0.003	0.002
Si	19.013	-2.753	14.967	-0.008	-0.005	0.01
Si	21.749	-0.019	14.964	-0.001	0.001	0.002
Si	24.47	2.7	14.99	-0.002	-0.015	0.003
Si	21.739	5.436	14.968	-0.003	-0.008	0
Si	24.477	8.138	15.017	0.006	0.01	0.008
Si	21.723	10.84	14.98	0	0.002	-0.002
Si	24.473	-2.754	14.968	-0.003	0.003	0
Si	27.225	-0.02	14.989	0.006	0.008	0.001
Si	29.951	2.691	15.048	-0.003	0.002	0.003
Si	27.196	5.425	15.025	-0.004	-0.004	0.002
Si	29.908	8.135	15.037	-0.003	0.004	0.007
Si	27.2	10.843	15.034	-0.006	-0.007	0.002
Si	29.921	-2.757	15.055	-0.002	0.012	0.003
Si	32.661	-0.027	15.044	0.001	0.011	0.003
Si	35.346	2.687	15.047	0.009	-0.014	0.004
Si	32.638	5.397	15.069	-0.007	0	0.009
Si	35.357	8.107	15.036	0	0.011	0.005
Si	32.624	10.84	15.034	0.007	-0.003	-0.001
Si	35.367	-2.746	15.031	0.007	-0.001	0.005
Si	38.076	-0.027	15.01	-0.005	0.004	0.001
Si	-24.452	2.662	15.007	-0.002	0.013	-0.003
Si	-27.184	5.362	15.032	0.001	-0.013	0.007
Si	-24.439	8.114	14.994	0.009	-0.002	0.005
Si	-27.179	10.837	14.996	-0.001	0.01	-0.003
Si	-24.474	-2.744	14.993	-0.005	0.003	-0.001
Si	-21.746	-0.012	15.029	0.012	-0.005	-0.01
Si	-19.014	2.716	15.001	0.013	0.004	-0.012
Si	-21.722	5.418	14.99	-0.002	0.003	-0.003
Si	-18.987	8.135	14.953	-0.008	0.008	-0.003
Si	-21.717	10.84	14.966	0.003	0.002	0.002
Si	-19.051	-2.718	14.979	-0.011	0.003	-0.008
Si	-16.338	0.024	14.929	0.001	0.01	-0.013
Si	-13.613	2.764	14.919	-0.001	0.017	0.001
Si	-16.304	5.447	14.991	0.005	0.004	0.001
Si	-13.612	-8.146	14.933	0.009	-0.008	-0.003
Si	-16.337	-5.435	14.951	0.003	-0.002	-0.002
Si	-13.63	-2.691	14.885	0.002	-0.01	0
Si	-10.909	0.046	14.862	0.012	0.002	-0.006
Si	-8.193	2.757	14.85	-0.003	-0.013	-0.001
Si	-10.926	5.484	14.866	-0.007	-0.002	-0.004
Si	-8.166	8.203	14.877	0.001	-0.013	0.006
Si	-10.889	10.895	14.88	-0.013	-0.003	0.008
Si	-8.156	-2.694	14.874	0.01	0.012	0.001
Si	-5.428	0.006	14.869	-0.004	-0.004	0
Si	-2.705	2.751	14.884	-0.008	-0.005	0.009
Si	-5.443	5.507	14.853	0.006	-0.002	-0.001
Si	-2.739	8.209	14.896	-0.01	-0.015	0.001
Si	-5.428	-5.43	14.87	-0.005	-0.002	0.007
Si	-2.7	-2.716	14.894	-0.004	-0.013	0.011
O	3.421	1.187	-7.127	0.807	0.355	-0.263
O	1.227	-2.168	22.649	-0.101	-0.271	-0.057
O	4.252	2.045	23.213	-0.211	0.233	0.488
O	2.71	5.491	21.993	0.023	-0.069	0.175
O	-1.396	2.32	22.884	0.06	0.302	0.023
O	6.551	-7.097	22.771	-0.292	-0.212	0.341
O	2.039	-6.86	23.028	-0.134	0.3	0.372
O	4.125	-6.703	24.539	0.198	-0.351	0.45
O	3.908	-4.498	23.018	-0.369	-0.22	0.09
O	12.22	-2.148	23.34	0.179	-0.248	0.187
O	9.214	0.842	23.071	0.184	-0.354	0.376
O	10.803	2.672	22.117	0.183	-0.117	0.602
O	6.062	4.037	23.079	-0.035	0.421	0.274
O	8.087	5.508	22.241	0.187	0.185	0.33
O	9.795	7.319	23.058	0.379	0.762	0.126
O	8.791	7.027	25.49	-0.078	-0.215	-0.091
O	10.456	-3.7	-3.695	0.26	0.384	0.354
O	7.989	-5.396	21.466	0.093	-0.098	0.188
O	8.909	-4.149	25.58	-0.601	-0.177	0.312
O	13.582	-0.097	22.239	-0.042	0.182	0.333
O	15.48	1.588	22.864	-0.307	0.349	0.38
O	10.117	1.169	-1.182	0.142	0.379	-0.376
O	12.505	4.342	23.009	0.718	0.217	-0.04
O	12.135	-7.186	23.21	-0.175	-0.11	0.057
O	14.643	6.294	23.029	-0.283	-0.52	0.008
O	16.341	8.133	22.156	0.119	0.176	0.323
O	11.217	7.932	25.246	0.003	0.096	0.508
O	13.648	-5.364	22.254	-0.226	0.211	0.116
O	17.575	-2.755	24.411	0.616	0.307	-0.177
O	16.677	-4.439	-2.724	-0.107	0.475	0.23
O	20.622	0.722	22.957	-0.695	-0.091	0.546
O	17.598	3.06	23.172	0.285	0.348	0.346
O	19.029	5.249	22.344	0.12	0.138	0.316
O	20.588	7.28	23.06	0.17	-0.261	0.45
O	19.125	8.058	-3.951	-0.324	-0.25	0.046
O	17.275	-4.611	-5.141	0.23	-0.55	-0.311
O	18.425	-6.585	22.603	0.269	-0.434	0.142
O	21.903	7.855	25.236	0.65	-0.054	-0.031
O	19.854	-4.375	23.02	0.074	0.297	0.344
O	21.7	-2.678	22.157	0.075	-0.34	0.206
O	23.006	-0.51	22.851	0.5	0.022	0.252
O	25.564	0.528	22.896	0.033	-0.242	-0.103
O	25.309	6.92	23.242	-0.474	-0.504	0.286
O	29.525	-2.806	-6.074	-0.091	-0.369	-0.455
O	23.736	3.703	23.14	0.499	0.451	0.23
O	26.982	-7.956	21.888	-0.265	0.084	-0.22
O	21.214	-6.909	-3.155	0.373	0.216	0.298
O	24.384	-5.49	22.212	0.085	-0.161	0.53
O	26.135	-3.731	23.067	-0.058	0.675	0.153
O	23.875	-5.487	25.677	-0.552	-0.186	-0.507
O	-31.496	3.586	23.162	-0.038	0.192	0.338
O	-26.135	3.876	23.155	-0.081	0.489	0.416
O	28.254	4.607	23.37	-0.3	-0.171	0.21
O	28.715	5.696	25.764	0.632	-0.414	0.211
O	-31.219	-6.985	23.263	0.113	0.221	0.284
O	32.305	7.537	23.073	0.1	-0.297	-0.11
O	32.571	-2.885	22.306	0.198	-0.107	0.727
O	32.258	-7.08	25.138	0.229	-0.045	-0.236
O	-31.234	-1.128	23.42	-0.265	-0.144	0.522
O	-27.102	1.612	22.631	0.536	0.042	-0.322
O	-26.106	-1.862	23.445	-0.159	0.089	0.152
O	-28.444	7.567	23.09	-0.296	0.069	0.194
O	-24.342	-5.544	25.647	-0.249	-0.092	0.062
O	-30.008	4.044	-4.345	-0.553	0.261	0.153
O	-29.84	-5.469	21.915	-0.04	0.059	0.276
O	-31.742	8.02	-5.83	0.032	0.068	0.057
O	-24.401	-2.946	25.178	0.47	0.485	0.609
O	-26.496	0.869	-5.348	-0.301	0.087	-0.38
O	-24.522	-0.159	22.172	-0.13	-0.06	-0.094
O	-24.448	5.424	22.08	-0.004	0.047	-0.01
O	-23.022	7.153	23.322	0.343	0.274	0.36
O	-26.03	-7.938	22.662	0.372	-0.476	0.101
O	-24.671	-5.728	22.08	-0.055	0.142	0.197
O	-28.922	-3.149	-4.046	-0.074	0.299	0.422
O	-23.102	-4.349	23.413	0.381	0.012	0.436
O	-23.978	-2.041	-2.987	-0.073	0.018	0.32
O	-19.069	-0.059	21.123	-0.232	-0.044	-0.536
O	-18.304	0.791	23.384	0.3	0.457	0.262
O	-15.35	1.106	-6.26	-0.217	0.144	-0.306
O	-16.954	7.302	23.043	0.052	0.122	0.399
O	-15.414	-6.847	23.106	-0.13	0.351	0.205
O	-22.545	-6.235	-5.846	0.409	-0.007	-0.024
O	-20.707	-7.16	23.139	-0.627	-0.179	0.188
O	-18.951	-5.511	22.213	0.226	-0.116	0.557
O	-20.167	-6.071	25.524	0.388	-0.076	0.284
O	-10.635	-0.046	25.301	-0.052	0.337	0.301
O	-11.375	1.388	23.059	-0.276	0.236	0.345
O	-13.355	-0.04	22.122	-0.13	-0.075	0.452
O	-18.683	3.278	25.347	0.121	-0.528	0.183
O	-13.442	5.524	21.615	-0.203	0.149	-0.415
O	-12.665	6.971	25.742	-0.585	-0.313	0.242
O	-16.267	-7.937	25.36	-0.002	0.361	0.12
O	-10.211	-5.204	-5.742	0.468	0.57	-0.084
O	-13.477	-5.215	22.174	0.003	-0.178	0.101
O	-12.571	-7.235	24.215	-0.505	0.3	-0.195
O	-10.533	-2.679	25.17	0.404	-0.172	0.407
O	-7.975	0.01	21.501	0.241	0.054	-0.052
O	-6.176	1.23	22.77	0.251	-0.439	0.318
O	-2.427	1.828	25.185	0.159	-0.269	0.191
O	-9.521	3.942	23.202	-0.487	0.056	0.216
O	-6.154	7.317	22.873	0.01	0.383	0.348
O	-2.536	-5.315	25.361	0.204	-0.012	-0.273
O	-8.201	-5.352	22.152	-0.184	0.229	0.276
O	-6.602	-3.448	22.957	-0.119	0.09	0.704
O	-5.869	-1.969	24.982	0.123	0.51	0.208
O	-4.811	-1.468	22.694	0.093	0.436	0.27
O	-2.808	0.155	22.123	0.132	0.004	0.512
O	-1.599	-6.431	-1.429	-0.159	-0.057	0.728
O	-1.442	6.54	23.214	0.421	-0.011	0.592
O	1.369	5.473	24.932	-0.377	0.503	-0.391
O	1.274	-7.246	-4.8	0.347	0.217	-0.212
O	-2.576	-5.432	22.142	-0.332	0.098	0.396
O	5.834	2.761	25.389	-0.387	0.063	0.108
O	8.217	3.869	-6.176	0.191	0.18	-0.529
O	2.273	7.886	25.188	-0.401	0.092	0.367
O	2.757	8.088	-0.413	-0.122	-0.045	-0.406
O	6.881	-7.41	25.308	-0.326	0.272	0.044
O	3.888	7.505	23.051	0.626	0.136	0.431
O	7.284	-0.952	23.009	0.102	-0.327	0.25
O	11.055	-4.498	24.131	0.292	-0.407	-0.24
O	-29.263	-4.994	24.947	-0.579	-0.449	-0.409
O	12.908	-3.599	25.643	0.37	0.347	0.19
O	10.682	5.421	24.626	-0.14	-0.359	0.418
O	7.705	0.894	-3.779	-0.122	-0.24	0.435
O	12.552	6.44	-5.089	0.009	-0.159	-0.633
O	12.697	-6.239	25.664	-0.155	0.138	-0.02
O	13.077	4.228	-1.247	0.135	-0.589	-0.254
O	13.281	5.432	25.159	0.023	-0.115	0.562
O	15.854	-0.23	-3.62	0.111	-0.257	0.401
O	18.294	3.528	-1.372	0.632	0.174	-0.073
O	16.882	1.008	24.961	0.272	0.118	0.273
O	13.538	4.192	-5.859	0.538	-0.314	0.056
O	2.225	3.766	-0.756	0.102	-0.03	-0.077
O	19.257	-3.201	-6.757	-0.041	0.082	0.343
O	8.039	-1.749	25.784	-0.231	-0.292	-0.682
O	22.417	-7.44	-5.586	0.477	0.519	-0.078
O	-23.111	6.961	-1.753	0.35	-0.406	-0.265
O	23.301	-1.312	-1.359	0.448	-0.513	-0.362
O	18.717	-3.058	-3.411	0.077	0.471	-0.667
O	22.404	6.338	-6.623	-0.008	-0.002	-0.021
O	20.418	-6.641	24.231	-0.016	0.167	0.561
O	24.75	-0.43	25.262	-0.183	0	0
O	21.718	2.698	21.856	-0.235	0.217	0.264
O	19.43	5.694	-5.191	0.852	-0.038	0.185
O	-15.477	7.152	-6.026	0.277	0.135	0.197
O	29.752	5.118	-4.316	0.09	0.179	-0.004
O	22.697	1.599	24.426	-0.31	0.126	0.533
O	-25.38	7.02	-6.055	0.208	-0.411	0.227
O	-27.516	2.607	24.993	-0.432	-0.343	0.096
O	-2.193	-7.943	-3.438	-0.292	0.215	-0.479
O	17.918	-2.205	-1.007	-0.325	-0.409	-0.122
O	6.899	-1.934	-1.256	-0.314	-0.253	-0.494
O	27.216	0.24	24.951	0.19	0.399	-0.03
O	23.212	-0.102	-6.326	-0.015	0.447	0.669
O	25.508	-1.025	-5.641	0.528	-0.147	-0.114
O	28.135	-1.467	23.144	-0.369	-0.041	0.264
O	10.347	-6.139	-4.506	0.241	-0.516	-0.107
O	25.078	7.868	-0.96	-0.137	0.567	0.145
O	-20.297	-1.052	23.142	-0.372	-0.425	0.421
O	-8.722	3.951	25.785	0.271	-0.243	0.008
O	27.059	-5.394	-0.263	-0.054	-0.005	-0.402
O	30.137	-3.796	-3.673	0.079	-0.409	-0.277
O	9.384	-1.311	-1.512	-0.105	-0.061	0.574
O	-31.626	1.325	24.46	-0.304	0.218	0.378
O	29.964	0.063	22.224	-0.082	0.076	0.55
O	-27.822	-4.236	22.868	0.513	0.059	0.275
O	-9.379	5.015	-5.222	0.369	-0.366	0.541
O	16.645	2.116	-2.778	-0.338	0.306	0.121
O	31.205	-7.115	-6.061	-0.64	-0.18	0.144
O	-17.419	1.25	-4.495	-0.174	0.264	-0.341
O	-17.586	-7.403	-5.967	-0.118	0.334	-0.001
O	-31.361	-3.985	26.144	-0.091	0.31	-0.552
O	3.74	-3.725	-1.453	-0.037	0.083	-0.585
O	30.495	-3.968	-1.047	-0.833	-0.045	0.124
O	30.875	-4.758	23.139	0.1	-0.063	0.393
O	12.536	-5.192	-3.245	0.377	0.24	0.238
O	-5.551	-7.988	25.219	-0.192	-0.315	-0.073
O	-10.18	-5.557	-1.004	0.077	0.272	0.051
O	-15.242	0.051	-3.829	-0.017	0.313	0.2
O	-28.539	-2.698	-6.599	0.25	0.193	-0.298
O	-12.735	-5.997	-5.611	0.076	-0.191	-0.753
O	-3.937	3.8	-3.776	-0.628	0.132	-0.392
O	-28.925	5.144	-2.338	0.361	-0.402	0.502
O	-17.862	5.764	25.487	0.224	0.381	-0.356
O	-23.273	3.482	24.772	0.088	0.335	-0.41
O	-11.512	3.499	-5.497	-0.291	0.047	-0.36
O	23.521	3.884	25.687	0.425	0.195	0.022
O	-11.361	-5.633	-3.443	-0.26	-0.767	0.146
O	-16.37	4.618	-6.273	-0.025	-0.298	0.294
O	-26.417	-6.2	-1.36	-0.04	-0.227	-0.431
O	-26.394	3.408	-5.891	0.33	0.243	-0.133
O	21.54	-4.144	25.982	-0.089	-0.147	-0.63
O	-14.772	6.841	-2.444	0.15	-0.079	0.497
O	-5.937	-5.39	-6.714	-0.47	-0.028	-0.146
O	-10.055	-3.576	-2.869	0.377	-0.116	-0.499
O	-29.267	7.308	-6.218	0.284	0.128	-0.298
O	17.898	0.458	22.565	0.396	0.138	0.207
O	19.597	-0.816	-2.363	-0.004	0.002	-0.194
O	-12.738	1.268	-6.023	0.549	-0.292	-0.021
O	-22.904	5.919	25.739	0.328	0.044	0.411
O	-8.542	-7.467	-1.359	0.282	0.069	-0.256
O	-9.357	6.643	-2.51	-0.238	0.231	-0.274
O	23.936	-6.102	-1.325	0.342	-0.381	-0.136
O	-0.427	-4.21	-1.173	0.243	0.225	-0.438
O	-3.54	-5.612	-3.095	-0.06	-0.06	-0.154
O	-26.704	7.23	24.962	-0.038	0.033	0.079
O	-7.514	8.018	-3.731	0.363	0.27	0.136
O	-15.443	4.449	-1.955	-0.43	0.086	-0.144
O	4.279	3.75	-2.329	0.393	-0.133	-0.126
O	-19.368	7.129	-6.096	-0.236	-0.345	0.159
O	-15.503	-2.216	25.623	-0.214	0.048	-0.015
O	16.661	-0.154	-6.216	0.573	-0.35	0.217
O	12.503	1.872	-6.1	-0.537	-0.192	-0.134
O	11.887	-0.789	-1.41	0.333	0.025	-0.145
O	6.122	-5.075	24.41	0.192	0.453	0.093
O	15.417	-1.2	24.741	-0.403	-0.2	-0.1
O	-10.19	-7.138	25.435	0.519	-0.141	-0.195
O	16.745	-6.475	-1.151	-0.215	-0.271	0.032
O	-11.755	6.131	-5.466	-0.335	0.231	0.173
O	-14.91	-1.8	23.141	-0.711	-0.439	0.17
O	25.226	2.148	24.847	0.167	0.321	0.064
O	-9.04	1.67	24.278	0.04	-0.027	0.161
O	-6.036	-0.327	-6.025	0.642	-0.03	-0.106
O	0.062	-8.123	22.032	-0.256	-0.103	0.519
O	-3.182	5.275	21.954	0.361	0.298	-0.363
O	-21.693	8.165	25.339	-0.018	0.027	0.526
O	-2.573	-2.554	25.486	0.608	-0.04	-0.298
O	-1.154	7.135	-1.437	-0.084	0.206	-0.087
O	28.553	-4.107	24.113	0.409	0.501	-0.316
O	-10.666	-7.816	-5.738	0.097	0.134	0.468
O	-2.682	-3.142	-3.382	0.133	0.404	0.508
O	-3.818	-0.24	26.122	-0.398	-0.052	0.088
O	-14.526	5.185	-4.503	0.35	-0.401	0.01
O	-3.531	2.641	-6.058	-0.062	0.442	0.062
O	-7.261	-4.084	-1.095	-0.293	0.027	-0.402
O	6.16	2.538	-5.343	-0.581	0.174	0.033
O	-2.25	5.803	-3.365	-0.164	0.016	-0.296
O	-25.129	-6.673	-5.79	-0.325	0.374	0.143
O	1.934	6.887	-5.985	0.023	-0.267	-0.126
O	5.384	-0.001	-0.412	-0.136	0.018	-0.319
O	-10.246	6.024	26.07	-0.078	0.128	-0.907
O	2.898	7.398	-3.591	-0.037	0.007	0.252
O	-20.622	-3.99	-1.444	-0.157	0.084	0.389
O	-20.182	-1.07	-5.384	0.624	-0.072	-0.341
O	2.409	0.426	-3.878	-0.354	-0.327	-0.157
O	5.122	0.676	-3.8	-0.02	0.588	0.457
O	20.847	1.196	-6.555	-0.634	-0.113	-0.396
O	7.684	7.339	-3.375	-0.295	-0.318	-0.182
O	11.848	3.19	25.324	-0.004	-0.408	-0.388
O	1.558	2.319	-5.61	-0.18	0.385	0.043
O	8.384	-7.3	-5.823	0.276	-0.276	0.046
O	1.884	-1.903	-1.216	0.105	0.12	-0.125
O	-16.328	3.796	24.523	-0.101	-0.267	-0.314
O	-2.615	4.328	24.302	-0.393	0.042	0.135
O	2.126	3.032	25.526	0.543	0.111	0.153
O	17.216	4.848	-6.311	-0.353	-0.621	-0.203
O	-2.52	-1.537	-5.371	-0.188	0.173	0.318
O	8.211	2.803	-0.446	-0.011	0.102	-0.591
O	-8.319	-1.419	25.616	0.02	0.242	-0.442
O	9.1	5.165	-4.026	-0.08	-0.19	0.158
O	4.372	6.018	-0.879	-0.087	-0.234	-0.092
O	8.431	-4.586	-5.193	-0.545	0.144	-0.368
O	-21.048	2.78	25.828	-0.081	0.138	0.656
O	-4.198	-3.462	-7.056	0.173	0.381	0.258
O	5.793	4.996	-6.033	-0.5	-0.146	0.578
O	14.823	-4.664	-1.059	-0.394	-0.149	-0.225
O	16.26	-4.042	26.052	-0.435	0.068	-0.532
O	26.173	7.697	-3.348	-0.149	-0.352	0.096
O	12.023	-4.395	-5.713	-0.217	0.253	-0.262
O	17.988	3.991	-3.894	-0.148	0.031	0.188
O	-0.945	-6.436	-6.036	0.197	-0.479	-0.007
O	27.016	0.005	-0.151	0.099	-0.012	-0.576
O	-31.281	6.369	-2.198	0.017	0.536	-0.381
O	-20.953	-6.544	-1.369	0.165	-0.246	-0.45
O	12.71	-7.698	-3.799	0.379	0.042	-0.489
O	14.922	1.512	-7.107	-0.019	0.403	-0.388
O	14.498	1.857	-4.344	-0.401	0.71	0.054
O	28.555	-1.504	-1.4	0.632	-0.585	-0.173
O	22.051	5.157	-0.079	-0.388	0.055	-0.402
O	24.147	3.71	-0.848	-0.094	0.464	-0.02
O	24.14	-0.044	-3.536	0.131	0.555	0.201
O	25.096	-3.808	-1.108	0.176	0.734	-0.233
O	27.573	4.987	-5.844	-0.509	-0.427	-0.172
O	-5.246	5.384	-0.358	-0.196	-0.278	-0.498
O	-14.206	2.41	-1.237	-0.254	-0.398	0.239
O	-19.442	5.663	-3.135	-0.584	0.392	-0.408
O	21.91	4.556	-2.873	-0.755	-0.047	0.294
O	-0.176	-1.56	24.664	-0.345	0.068	-0.482
O	-21.571	-5.238	-3.583	0.051	0.5	-0.411
O	-7.649	-2.675	-3.216	-0.068	0.015	-0.909
O	25.643	-7.552	25.166	0.037	0.01	0.293
O	23.086	-4.277	-2.954	-0.546	-0.321	0.068
O	-10.681	-0.1	-0.241	-0.207	0.075	-0.561
O	3.886	-1.508	-2.894	0.557	0.127	0.254
O	26.277	2.821	-2.436	0.283	0.53	0.237
O	19.199	1.693	-3.248	-0.144	-0.198	-0.402
O	31.59	-2.03	-2.295	-0.401	-0.115	-0.325
O	21.109	6.775	-1.601	-0.213	0.288	-0.334
O	10.848	4.051	-5.822	0.043	0.623	-0.27
O	-2.865	1.392	-3.826	-0.084	-0.367	0.231
O	4.859	7.461	-5.339	-0.034	0.348	-0.354
O	-6.908	6.893	-1.462	0.439	0.052	-0.477
O	-3.528	-6.39	-6.344	0.128	-0.289	0.26
O	-31.425	3.793	-1.56	-0.161	-0.279	-0.602
O	-32.309	-2.424	-5.135	0.195	-0.424	0.591
O	32.259	-4.771	-6.265	-0.014	-0.239	0.253
O	30.032	2.491	-0.296	-0.141	-0.024	-0.228
O	-9.75	-0.83	-5.882	-0.091	-0.34	0.113
O	31.63	1.993	22.96	0.038	0.202	0.415
O	23.357	4.414	-5.085	0.532	0.537	-0.068
O	31.481	7.135	-4.442	0.149	0.254	0.201
O	-23.223	4.406	-5.981	-0.16	-0.249	-0.061
O	14.211	5.092	-3.494	0.279	-0.283	-0.02
O	9.318	6.53	-1.624	-0.036	0.1	-0.107
O	28.806	-1.563	-3.958	-0.028	0.247	-0.529
O	-31.599	3.274	-6.23	-0.025	-0.517	0.339
O	-27.645	5.035	26.052	-0.7	0.226	-0.352
O	27.634	-3.933	-4.575	-0.329	0.233	0.128
O	28.177	0.802	-2.751	0.387	0.172	0.147
O	-19.648	-2.85	-3.562	0.5	-0.044	-0.118
O	27.401	5.356	-3.266	-0.287	0.237	-0.113
O	28.854	-6.482	23.072	0.001	-0.251	0.279
O	26.271	1.154	-4.462	-0.514	0.28	-0.321
O	-13.103	-2.8	24.807	-0.124	-0.226	0.421
O	-11.508	-4.985	24.703	-0.124	-0.14	0.598
O	-31.388	-6.634	-1.56	0.471	-0.235	-0.329
O	-20.922	1.406	-5.713	0.005	0.45	0.163
O	-21.919	0.111	-0.56	-0.31	-0.238	-0.304
O	-19.259	7.793	24.879	0.576	0.097	-0.217
O	21.723	0.475	-2.779	-0.01	0.599	-0.211
O	-22.135	-4.211	25.739	0.013	0.162	0.699
O	16.44	-1.707	22.362	-0.345	-0.274	-0.506
O	-25.501	3.758	-1.402	0.046	-0.132	-0.184
O	27.578	-6.515	-4.121	0.538	0.157	0.194
O	28.174	2.998	-4.227	0.28	-0.307	-0.373
O	21.486	2.662	-4.558	-0.253	-0.299	0.375
O	20.075	1.49	-0.981	-0.412	0.348	-0.18
O	-24.359	-0.906	-5.276	0.382	0.02	-0.367
O	8.799	-3.812	-1.212	-0.032	-0.005	-0.192
O	-18.107	-3.393	-1.402	0.142	-0.099	-0.262
O	3.448	1.517	-1.287	-0.05	-0.334	-0.476
O	-12.336	-3.564	-4.903	0.09	0.612	-0.252
O	-9.705	-0.955	-3.349	-0.18	0.239	0.28
O	-4.773	3.4	22.744	0.054	-0.037	0.222
O	-10.314	-6.712	22.928	-0.127	-0.209	0.022
O	31.715	5.006	-5.972	-0.449	-0.183	-0.234
O	-22.226	-0.157	-3.966	-0.297	0.473	0.311
O	-20.093	-6.877	-5.047	0.2	0.193	-0.111
O	-27.148	5.565	-0.361	0.128	-0.048	-0.435
O	-27.881	5.629	-4.625	0.587	-0.326	-0.376
O	-15.405	-1.04	-1.395	-0.452	-0.261	-0.072
O	32.101	5.407	-0.709	0.03	-0.43	0.076
O	13.52	-2.617	-0.398	-0.017	-0.101	-0.108
O	-13.244	0.107	-2.254	0.655	-0.188	0.301
O	-12.871	2.316	-3.624	-0.08	0.476	-0.012
O	-22.212	-7.693	-3.638	0.304	-0.043	0.332
O	-9.085	-1.989	-1.081	0.449	-0.133	-0.094
O	31.39	-2.989	25.919	-0.028	0.079	-0.509
O	26.094	6.192	25.732	-0.397	-0.139	0.397
O	-27.208	-8.08	-4.791	-0.358	0.416	-0.132
O	-10.556	1.256	-4.487	0.097	0.09	0.391
O	20.958	-1.41	-6.234	-0.39	0.185	0.517
O	8.097	-2.588	-3.466	-0.376	0.336	-0.109
O	18.17	-5.342	24.79	-0.37	-0.452	0.29
O	-6.448	-1.584	-1.213	-0.055	-0.11	0.635
O	-17.743	1.208	-1.819	0.19	-0.295	-0.392
O	9.249	0.66	-5.878	0.417	-0.03	-0.225
O	-13.995	-2.23	-3.323	-0.063	0.037	0.019
O	-5.025	1.883	24.969	-0.154	-0.077	0.262
O	21.854	7.01	-3.977	-0.148	-0.169	-0.471
O	8.676	-6.053	23.982	0.382	-0.505	0.035
O	-30.01	-0.322	25.646	0.255	-0.033	0.236
O	3.738	-4.417	25.623	0.083	-0.006	0.575
O	10.995	5.316	-0.155	-0.085	0.021	-0.353
O	-0.987	0.074	-6.706	-0.04	0.506	0.57
O	-14.105	3.895	23.439	0.02	-0.176	0.21
O	-12.688	7.884	-1.316	0.346	0.59	0.106
O	16.412	-0.119	-0.398	0.125	0.224	-0.062
O	-25.224	4.919	25.425	-0.103	-0.136	-0.581
O	1.052	-6.432	-1.324	0.244	0.081	-0.249
O	-5.06	-3.468	-2.307	0.304	-0.258	0.174
O	5.163	5.968	-3.29	0.352	-0.23	-0.443
O	21.116	-3.749	-4.904	-0.65	-0.09	0.198
O	-29.667	2.317	-0.445	0.164	-0.06	-0.579
O	-20.129	0.376	25.314	0.087	0.001	0.073
O	6.776	7.145	-7.023	0.193	-0.115	-0.36
O	0.573	0.916	25.321	-0.335	0.215	-0.582
O	-5.492	1.803	-4.557	-0.106	0.231	0.303
O	-1.585	1.359	-1.509	-0.535	0.135	-0.056
O	-16.863	5.796	-3.719	-0.023	-0.411	-0.397
O	7.674	0.641	25.213	0.142	0.406	0.189
O	1.921	2.806	-3.099	-0.153	0.396	-0.069
O	-29.351	-0.782	-5.149	-0.073	0.183	0.39
O	-27.354	-6.531	24.324	-0.132	-0.059	0.364
O	9.639	-2.224	-5.592	0.285	0.41	0.273
O	-29.758	1.634	-5.443	0.1	-0.107	0.14
O	-7.94	0.638	-4.502	0	0.202	-0.187
O	14.583	1.2	-1.654	-0.173	0.145	-0.221
O	31.474	0.515	-1.334	-0.146	0.057	-0.266
O	30.135	6.301	23.405	-0.001	0.049	0.407
O	-11.143	4.856	-3.267	-0.181	-0.214	0.281
O	32.158	4.845	-3.337	-0.335	-0.223	-0.084
O	-26.157	-1.366	-1.618	-0.34	0.28	-0.531
O	12.78	-6.963	-1.277	0.497	-0.336	-0.204
O	3.993	-0.843	-5.477	0.196	-0.242	-0.091
O	6.538	4.622	-1.378	0.338	0.466	-0.574
O	-26.853	-1.655	-4.868	0.091	-0.197	0.349
O	7.176	-7.418	-1.202	0.349	-0.21	-0.08
O	5.372	-7.748	-3.063	-0.068	0.377	0.296
O	27.759	7.574	-5.565	0.141	0.355	-0.122
O	-18.273	-1.468	24.743	0.212	0.09	0.191
O	-12.216	-4.142	-1.468	-0.538	-0.039	-0.63
O	-18.888	5.506	22.389	-0.092	0.084	0.491
O	-3.928	6.627	24.12	0.058	-0.218	0.335
O	-2.063	-4.213	-5.539	0.087	-0.006	0.029
O	-7.997	5.622	22.1	-0.048	0.083	0.406
O	-17.495	-3.644	26.063	-0.264	-0.699	0.14
O	23.79	-7.619	-3.35	0.196	0.366	0.107
O	-7.027	3.357	24.017	0.028	0.281	-0.13
O	1.013	-4.803	-5.489	0.291	-0.097	-0.282
O	9.568	2.627	-4.154	0.169	-0.086	0.231
O	10.81	-5.405	-0.466	-0.227	-0.252	-0.34
O	12.169	6.379	-2.503	-0.201	0.178	0.349
O	-14.303	-4.884	-3.828	-0.241	-0.076	0.677
O	-30.059	-2.721	-0.348	-0.179	-0.013	-0.635
O	-0.891	-3.644	23.148	-0.045	0.248	0.659
O	21.737	-0.049	0.114	0.027	-0.044	-0.214
O	10.3	7.434	-3.918	-0.155	0.259	-0.157
O	29.311	-1.317	25.525	0.131	0.4	-0.091
O	16.473	5.259	-0.432	0.143	0.084	-0.535
O	2.042	-3.289	-3.479	-0.154	-0.364	-0.074
O	20.273	-3.252	-1.292	0.047	0.113	-0.332
O	-15.239	-6.609	-5.588	-0.36	0.262	0.154
O	21.515	3.825	-6.883	-0.299	0.07	-0.342
O	-18.421	7.94	-3.687	-0.227	0.434	0.171
O	-27.831	-5.445	-3.522	0.354	-0.671	-0.294
O	-6.636	-2.845	-6.433	-0.482	-0.166	0.31
O	26.929	-2.414	25.194	-0.405	0.281	0.617
O	28.455	4.135	-1.293	0.38	-0.407	-0.486
O	-7.542	6.678	-6.076	0.379	-0.114	-0.194
O	24.88	1.283	-0.999	-0.683	-0.328	-0.426
O	-14.433	4.711	26.11	0.546	0.344	0.144
O	-19.994	-1.497	-1.359	0.021	0.241	-0.489
O	-4.932	-4.06	-4.701	-0.2	-0.263	-0.072
O	21.74	-5.279	-0.354	0.048	0.04	-0.498
O	-24.189	-8.113	25.516	-0.646	-0.068	-0.346
O	13.867	7.962	24.874	0.406	0.227	0.095
O	-0.118	1.248	-3.783	-0.222	-0.553	-0.461
O	-9.788	-0.725	23.027	0.117	-0.324	0.464
O	-31.69	-0.05	-6.091	-0.167	0.123	-0.496
O	-4.237	-7.222	23.098	0.03	0.047	0.185
O	26.233	5.537	-0.826	-0.57	-0.365	-0.175
O	-8.199	-7.03	-5.903	0.245	0.327	-0.279
O	32.638	-6.884	-3.834	-0.136	-0.085	0.124
O	-29.404	7.479	-3.602	-0.601	0.656	-0.186
O	-25.3	2.179	-3.562	0.228	-0.538	-0.033
O	17.602	7.409	-5.942	-0.272	0.673	0.029
O	-29.097	7.338	-0.989	-0.057	0.787	-0.242
O	-25.123	1.69	24.384	0.102	-0.243	-0.014
O	14.112	-0.37	-5.574	-0.513	-0.312	0.272
O	-28.986	3.732	-6.706	-0.159	0.173	-0.208
O	-31.27	5.729	-7.038	-0.092	-0.058	-0.23
O	0.171	6.975	-3.806	-0.001	-0.457	0.003
O	-23.616	1.937	-1.513	-0.193	-0.099	-0.165
O	15.166	6.325	-5.585	0.025	0.446	0.328
O	27.724	7.24	24.065	0.393	0.425	0.104
O	-32.526	-0.173	-3.596	0.34	0.392	-0.178
O	-3.168	4.169	-1.333	0.341	0.01	0.073
O	32.041	3.454	25.046	-0.639	0.088	-0.143
O	22.625	-7.333	22.978	-0.135	-0.326	0.225
O	-4.157	-3.73	23.795	0.195	-0.341	-0.081
O	-26.765	-3.946	25.083	0.25	-0.091	0.692
O	-22.83	1.641	23.004	0.616	0.093	-0.218
O	-4.041	-0.749	-1.288	0.252	0.32	-0.382
O	-29.29	-5.052	-5.821	-0.243	-0.743	-0.236
O	-25.921	-3.867	-2.556	0.377	-0.033	-0.671
O	-11.203	5.769	-0.82	-0.187	-0.415	0.13
O	-27.681	3.055	-3.754	-0.267	-0.229	0.365
O	-3.873	-7.491	-1.295	-0.384	-0.785	-0.191
O	-24.709	-7.949	-0.432	-0.091	-0.059	-0.425
O	-28.192	-4.289	-1.231	-0.065	-0.028	-0.149
O	15.809	-2.406	-5.039	0.059	-0.031	0.543
O	-24.469	-2.906	-0.564	-0.311	0.636	0.471
O	29.965	-5.943	25.376	-0.324	0.089	0.39
O	20.196	7.845	-6.436	-0.203	0.132	-0.33
O	28.37	6.738	-1.12	0.234	-0.148	0.65
O	6.679	0.126	-6.041	-0.342	-0.554	-0.006
O	-19.138	2.764	-0.348	0.107	-0.058	-0.285
O	-6.059	1.001	-1.23	0.084	0.443	-0.076
O	10.315	0.139	-3.51	0.105	-0.12	-0.467
O	-19.186	-8.057	-0.364	-0.241	-0.092	-0.416
O	27.057	2.613	22.237	-0.143	0.239	0.339
O	1.242	3.643	23.04	-0.244	-0.498	0.139
O	-29.908	5.491	22.29	0.107	-0.034	0.487
O	-14.899	-7.05	-1.443	-0.157	0.132	-0.438
O	23.645	-3.61	-5.409	0.397	-0.253	0.309
O	-20.847	4.131	-1.621	-0.41	-0.062	-0.157
O	-13.694	-2.595	-0.23	0.008	-0.086	-0.206
O	-11.724	1.951	-1.282	0.516	0.232	-0.286
O	32.475	-4.543	-2.667	0.26	0.052	-0.254
O	-17.594	6.634	-1.461	0.695	-0.083	-0.317
O	7.765	-6.399	-3.495	-0.288	0.512	0.036
O	-21.22	4.095	-4.242	0.11	-0.37	-0.453
O	0.191	-0.087	-0.403	-0.003	0.055	-0.011
O	2.272	-2.838	-6.081	0.06	0.269	0.171
O	-16.442	-5.264	-0.497	0.125	0.055	-0.19
O	-9.34	4.188	-1.489	0.535	-0.171	-0.348
O	-31.157	7.417	25.057	0.278	-0.217	-0.308
O	14.83	-6.437	-2.917	0.192	-0.332	-0.394
O	-0.19	-2.614	-4.668	0.006	0.326	0.255
O	-7.917	2.564	-0.305	0.083	-0.133	-0.201
O	-18.926	3.113	-3.291	0.354	0.291	-0.169
O	-17.563	-3.616	23.335	0.265	-0.182	0.273
O	14.643	-4.549	-5.953	0.131	-0.186	0.513
O	-27.637	0.326	-0.447	-0.096	0.043	-0.615
O	-0.369	3.489	25.06	-0.025	0.162	0.517
O	23.842	-2.819	25.781	0.162	-0.106	-0.786
O	25.964	-5.62	-5.877	0.044	-0.189	0.222
O	1.253	-3.79	24.732	0.055	-0.586	0.02
O	28.944	7.861	-3.311	0.56	-0.274	-0.673
O	-5.694	-0.451	-3.411	0.393	-0.49	-0.298
O	-22.799	0.937	25.5	-0.218	-0.351	0.074
O	31.092	-0.684	-5.63	-0.429	0.438	0.057
O	-29.409	0.631	23.174	-0.163	-0.021	0.057
O	-22.997	-4.898	-1.303	-0.558	0.075	-0.166
O	-13.97	-0.279	25.136	0.419	0.094	-0.494
O	-14.384	2.206	25.478	-0.051	0.025	-0.057
O	0.179	5.337	-0.282	0.082	0.161	-0.312
O	-14.437	7.199	23.865	-0.01	-0.439	0.028
O	15.782	6.152	25.377	0.287	-0.24	-0.182
O	-2.502	-2.713	-0.448	-0.253	-0.002	-0.616
O	-19.782	0.684	-3.443	-0.373	-0.161	0.539
O	-5.722	-7.77	-5.6	0.263	-0.313	0.447
O	-11.597	-3.336	22.731	0.57	0.196	-0.262
O	23.796	6.311	-2.46	0.103	-0.499	-0.092
O	6.724	1.596	23.1	0.088	0.114	-0.759
O	5.497	-5.44	-0.489	0.138	0.083	-0.203
O	23.747	2.652	-3.142	0.057	-0.205	-0.284
O	-5.401	-5.626	-0.268	-0.214	0.107	-0.451
O	26.449	-5.063	25.301	0.456	-0.01	0.107
O	-14.976	-3.113	-5.588	-0.182	-0.012	0.117
O	-26.389	-1.46	26.065	-0.266	0.216	-0.278
O	-19.916	-3.67	-5.946	0.567	-0.337	0.283
O	2.692	0.074	22.265	-0.187	0.078	0.26
O	-20.377	5.296	25.125	-0.708	0.321	-0.28
O	-22.805	6.244	-4.247	0.247	0.026	-0.657
O	-13.637	-7.48	-3.653	0.18	-0.135	-0.111
O	-22.151	-2.598	-4.757	-0.257	-0.463	0.098
O	15.197	-3.604	23.351	-0.401	-0.362	0.433
O	30.79	7.556	-1.291	0.211	0.127	-0.349
O	9.053	-3.626	22.928	0.017	0.568	0.117
O	28.881	-6.982	-1.147	-0.046	0.344	-0.239
O	19.147	-7.42	-1.388	0.256	-0.053	0
O	3.021	-1.938	25.401	0.093	0.156	-0.602
O	10.662	-2.234	25.469	0.254	0.747	0.271
O	-23.608	4.004	-3.266	-0.098	0.333	0.182
O	14.46	6.578	-1.314	-0.221	0.306	-0.166
O	-19.767	-3.621	24.82	-0.271	-0.069	-0.257
O	5.561	-2.727	22.104	0.054	0.133	0.533
O	19.214	3.136	-5.998	-0.406	-0.365	-0.45
O	-0.303	-5.618	-3.477	-0.263	0.128	-0.134
O	1.531	-0.422	-6.43	-0.256	-0.333	0.712
O	-16.688	-1.073	-5.67	-0.785	-0.232	0.349
O	-31.611	-0.829	-1.187	0.146	0.531	-0.395
O	-11.891	6.842	23.17	0.604	-0.201	0.256
O	21.425	-0.757	24.885	-0.414	-0.468	-0.116
O	-20.404	3.514	23.277	-0.02	-0.247	-0.096
O	3.792	5.873	25.843	0.231	-0.671	-0.299
O	-1.4	3.41	-3.097	0.446	0.266	0.073
O	-24.748	7.975	-3.71	-0.207	-0.097	0.327
O	-30.489	-5.28	-3.556	-0.085	-0.043	0.204
O	18.919	-5.7	-3.369	0.047	0.119	0.035
O	22.373	-1.905	-3.712	-0.612	-0.003	-0.122
O	32.382	-5.427	0.03	-0.197	-0.163	-0.317
O	25.547	-5.09	-3.328	-0.116	-0.27	-0.083
O	26.441	-1.12	-3.116	-0.488	-0.48	0.026

Results
total energy: -406607.781 eV
total energy less fixed offsets of O -438.25, Si -107.07 eV per atom: 5.019 eV
